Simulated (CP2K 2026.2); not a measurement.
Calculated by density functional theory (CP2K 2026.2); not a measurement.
Periodic cell of 1896 atoms, Si1352O544, from a study of silicon, its oxide and their interface. The atomic structure is a simulated model.
Doubt: the forces sum to 2.16 eV/angstrom along one axis rather than to zero, so they err by at least 0.0011 eV/angstrom per atom on average; the grid cutoff is modest.

Settings
functional: PBE
method: Gaussian and plane waves
basis set: DZVP-MOLOPT-SR-GTH
pseudopotentials: GTH-PBE
grid cutoff: 300 Ry, relative cutoff 40 Ry
k points: Gamma only
occupations: fixed
spin: none
net charge: 0

Cell vectors (angstrom)
a	16.332	0	0
b	0	65.328	0
c	-0.1491	0.2134	31.7316

Atoms and the computed forces on them: element, x, y, z (angstrom), force x, y, z (eV/angstrom)
Si	-0.277	0.273	0.106	0.1	-0.095	0.707
Si	2.895	2.524	0.068	-0.069	0.202	0.708
Si	-0.878	5.854	-0.234	-0.276	-0.319	0.572
Si	3.54	7.603	0.191	0.192	-0.046	0.647
Si	0.187	11.238	0.21	-0.009	0.005	0.604
Si	4.06	13.831	-0.968	-0.196	0.071	0.737
Si	-0.01	15.89	-0.531	-0.374	-0.068	0.529
Si	2.93	19.218	0.097	-0.32	0.194	0.251
Si	-0.221	22.106	0.131	-0.009	-0.213	0.604
Si	2.974	24.04	0.073	-0.131	0.31	0.707
Si	-0.06	26.999	-0.164	0.16	-0.021	0.677
Si	2.803	29.727	-0.141	-0.151	0.046	0.667
Si	-0.404	32.879	-0.122	0.227	-0.061	0.682
Si	2.84	35.06	0.168	0.046	-0.005	0.47
Si	0.568	37.109	-0.229	-0.228	-0.279	0.526
Si	2.279	41.444	0.252	-0.106	0.071	0.026
Si	0.514	43.117	0.136	0.047	-0.202	0.581
Si	3.461	45.19	-0.216	-0.003	-0.566	0.497
Si	1.374	50.14	-0.77	0.031	-0.388	0.431
Si	2.803	52.765	-0.671	0.349	0.122	0.635
Si	-0.64	54.869	0.195	0.001	0.068	-0.043
Si	2.602	57.206	0.11	-0.269	0.196	0.636
Si	-0.653	59.909	-0.205	-0.287	-0.368	0.434
Si	2.985	62.308	-0.172	0.019	0.207	0.586
Si	5.283	0.429	-0.073	0.119	-0.255	0.698
Si	8.486	2.604	-0.112	-0.039	0.091	0.736
Si	5.236	5.828	0.217	-0.174	0.195	0.478
Si	8.36	7.804	0.142	-0.037	0.011	-0.004
Si	5.599	11.186	-0.103	-0.092	-0.114	0.689
Si	8.215	13.874	0.263	-0.208	0.062	0.648
Si	6.304	15.918	-1	0.123	0.056	0.157
Si	8.786	18.442	0.14	0.072	-0.197	0.636
Si	5.4	22.013	0.136	0.208	-0.143	0.666
Si	8.282	24.752	0.043	-0.146	-0.148	0.703
Si	4.79	27.354	-0.478	-0.219	-0.422	0.47
Si	8.527	29.86	0.059	-0.055	0.004	0.617
Si	4.881	32.717	-0.442	-0.389	-0.306	0.287
Si	7.71	35.947	0.216	-0.187	0.346	0.567
Si	5.859	37.55	0.149	0.3	-0.123	0.564
Si	8.498	40.391	0.358	0.354	-0.148	0.449
Si	5.296	43.686	0.198	-0.253	0.158	0.473
Si	8.294	45.988	0.036	-0.383	0.421	0.65
Si	5.663	49.18	0.046	-0.242	-0.117	0.748
Si	8.623	51.422	0.155	-0.196	0.16	0.717
Si	4.958	55.062	0.125	0.246	-0.193	0.653
Si	7.067	57.644	-0.403	-0.188	-0.195	0.643
Si	5.132	60.02	0.206	-0.046	0.024	0.464
Si	8.648	61.95	0.093	0.163	-0.25	0.469
Si	10.845	0.503	-0.472	0.325	0.331	0.306
Si	13.907	2.583	0.011	-0.148	0.074	0.602
Si	10.225	6.2	-0.004	-0.109	0.053	0.551
Si	13.569	8.288	0.351	0.006	0.113	0.361
Si	11.353	10.422	0.004	-0.27	-0.065	0.634
Si	14.332	13.416	-0.403	0.12	0.432	0.302
Si	10.549	16.787	0.457	-0.363	0.275	0.434
Si	13.253	19.283	0.22	0.214	-0.096	0.749
Si	11.053	21.442	-0.031	-0.236	0.285	0.734
Si	13.864	24.247	0.06	-0.148	0.04	0.71
Si	10.614	27.538	-0.121	0.176	-0.064	0.615
Si	13.201	30.407	-0.28	0.143	-0.255	0.715
Si	10.973	32.623	-0.085	-0.052	0.168	0.659
Si	13.809	35.184	-0.037	-0.058	0.09	0.621
Si	10.379	38.789	0.26	-0.191	0.014	0.635
Si	13.677	40.557	-0.028	0.022	0.177	0.687
Si	10.668	43.827	0.085	0.293	-0.344	0.59
Si	14.274	46.964	-0.376	0.252	0.326	0.44
Si	10.7	49.043	0.208	0.361	-0.358	0.06
Si	13.361	51.858	0.131	0.235	-0.103	0.701
Si	11.041	53.966	0.041	-0.14	0.349	0.758
Si	13.941	56.517	0.04	0.155	-0.095	0.574
Si	9.427	58.636	1.284	0.175	0.097	0.477
Si	13.775	62.393	0.293	-0.021	0.02	0.645
Si	1.33	1.404	1.391	-0.017	-0.003	-0.024
Si	4.101	4.109	1.348	-0.001	-0.058	-0.01
Si	1.576	6.904	1.372	0.277	0.262	0.461
Si	4.27	9.619	1.209	-0.07	0.068	-0.053
Si	1.657	12.51	1.587	0.039	0	-0.022
Si	3.426	14.215	1.306	-0.01	0.029	-0.014
Si	1.655	17.708	1.311	0.079	0.227	0.415
Si	4.242	20.494	1.476	0.039	0.021	-0.057
Si	1.355	23.138	1.486	-0.003	0.01	-0.013
Si	4	25.857	1.168	-0.007	0.015	-0.042
Si	1.307	28.457	1.151	-0.032	0.034	-0.02
Si	4.019	31.234	1.199	-0.017	0.025	-0.054
Si	1.282	33.819	1.337	-0.053	-0.028	-0.005
Si	4.15	36.591	1.45	-0.002	0.016	-0.009
Si	1.573	39.574	1.485	0.128	0.365	0.432
Si	4.114	42.182	1.49	0.069	-0.047	-0.027
Si	1.589	44.78	1.327	0.015	-0.002	-0.039
Si	4.268	47.709	1.283	0.196	0.386	0.362
Si	0.813	49.563	1.418	0.024	0.021	0.048
Si	4.006	53.276	1.253	-0.062	-0.051	-0.156
Si	1.131	55.879	1.376	0.02	-0.01	0.015
Si	3.821	58.64	1.536	0.033	-0.018	-0.058
Si	1.516	61.369	1.429	0.24	0.388	0.261
Si	4.136	64.007	1.09	-0.014	0.008	-0.04
Si	6.919	1.427	1.274	0.021	0.032	-0.014
Si	9.537	4.238	1.233	0.01	0.043	-0.033
Si	6.83	6.821	1.572	-0.085	-0.008	0.016
Si	9.55	9.482	1.286	0.014	0.027	-0.044
Si	6.826	12.395	1.448	0.063	-0.017	-0.043
Si	9.58	15.062	1.672	0.043	0.048	-0.025
Si	6.935	17.6	1.376	0.316	0.36	0.229
Si	9.544	20.321	1.369	-0.026	-0.029	-0.038
Si	6.943	23.264	1.316	0.017	0.018	-0.063
Si	9.569	26.058	1.403	0.081	0.028	-0.056
Si	6.954	28.736	1.345	0.237	0.25	0.412
Si	9.626	31.403	1.375	0.035	0.012	-0.046
Si	6.873	34.177	1.474	0.252	0.332	0.474
Si	9.512	36.89	1.345	0.033	0.01	-0.09
Si	6.8	39.292	1.502	-0.071	-0.05	-0.038
Si	9.607	42.164	1.444	0.02	0.005	0.022
Si	6.811	44.884	1.473	0.033	0.026	-0.049
Si	9.414	47.571	1.419	-0.028	-0.083	-0.025
Si	6.91	50.479	1.434	0.013	0.004	-0.075
Si	9.57	53.015	1.553	0.005	-0.027	-0.055
Si	6.62	56.084	1.348	0.073	0.066	-0.062
Si	10.521	60.292	0.124	-0.247	0.275	0.343
Si	6.777	61.222	1.339	-0.071	0.042	0.002
Si	9.428	63.735	1.401	-0.289	-0.26	0.438
Si	12.242	1.442	1.184	-0.007	0.016	-0.046
Si	14.871	4.22	1.372	0.051	-0.001	-0.047
Si	12.065	6.88	1.439	-0.015	-0.005	-0.03
Si	15.155	9.662	1.454	0.034	0.073	0.059
Si	12.248	12.078	1.398	-0.226	-0.293	0.47
Si	15.072	14.972	1.213	0.01	-0.018	-0.04
Si	12.206	17.811	1.665	0.009	-0.03	-0.021
Si	14.953	20.445	1.341	-0.005	-0.031	-0.026
Si	12.206	23.093	1.246	-0.026	-0.018	-0.011
Si	14.953	25.84	1.377	0.005	-0.036	-0.068
Si	12.233	28.705	1.117	0.03	0.021	-0.02
Si	14.803	31.343	1.209	-0.005	-0.029	-0.039
Si	12.231	34.066	1.28	0.012	-0.021	-0.064
Si	15.136	36.574	1.29	0.005	0.042	-0.071
Si	12.281	39.454	1.517	-0.044	-0.03	-0.096
Si	14.994	42.111	1.232	0.004	-0.007	-0.06
Si	12.336	44.942	1.31	-0.282	-0.315	0.349
Si	15.371	47.939	1.485	-0.059	0.008	-0.122
Si	12.27	50.263	1.466	0.014	0.038	-0.002
Si	14.881	53.05	1.445	-0.003	-0.007	-0.014
Si	12.148	55.66	1.263	-0.003	0.026	-0.071
Si	14.756	58.38	1.287	-0.053	-0.022	-0.042
Si	12.176	61.23	1.482	0.031	-0.033	0.009
Si	14.964	64.016	1.459	0.017	0.017	-0.02
Si	0	2.866	2.696	0.01	-0.003	-0.02
Si	2.732	-0.052	2.611	0.013	-0.007	-0.002
Si	0.105	8.184	2.738	0.022	-0.04	-0.011
Si	2.727	5.408	2.759	-0.043	-0.008	-0.005
Si	0.026	13.696	2.772	-0.035	-0.014	-0.002
Si	2.806	10.814	2.725	0.045	-0.018	-0.001
Si	0.05	19.002	2.586	0.044	0.06	0.022
Si	2.762	16.157	2.638	0.052	-0.07	0.009
Si	0.039	24.58	2.776	-0.002	0.007	-0.008
Si	2.733	21.751	2.781	-0.025	-0.02	0.054
Si	-0.089	29.891	2.483	0.028	0.024	0
Si	2.713	27.232	2.602	-0.007	-0.028	0.014
Si	0.05	35.262	2.756	-0.002	-0.009	0
Si	2.663	32.493	2.67	0.039	0.022	0.013
Si	-0.058	40.744	2.727	0.035	-0.001	-0.046
Si	2.857	38.09	2.793	0.002	-0.024	-0.038
Si	0.166	46.212	2.644	-0.019	0.009	0.037
Si	2.791	43.519	2.889	-0.004	-0.01	-0.042
Si	-0.028	51.548	2.61	0.032	-0.053	-0.016
Si	2.692	48.84	2.667	0.044	0.036	-0.008
Si	-0.094	57.271	2.77	-0.01	0.03	-0.033
Si	2.558	54.469	2.67	0.012	0.077	0.009
Si	0.031	62.658	2.74	0.024	-0.063	-0.008
Si	2.643	60.013	2.945	-0.031	0.005	0.014
Si	5.52	2.749	2.673	-0.008	0.018	-0.02
Si	8.145	-0.04	2.66	0.037	-0.006	-0.04
Si	5.502	8.312	2.774	-0.004	-0.028	0.027
Si	8.178	5.39	2.799	0.024	-0.007	-0.017
Si	5.264	13.541	2.728	0.011	0.084	-0.018
Si	8.233	10.931	2.66	-0.015	-0.017	0.014
Si	5.553	19.005	2.698	-0.016	-0.068	0.039
Si	8.112	16.316	2.951	0.011	0.086	-0.035
Si	5.471	24.604	2.596	-0.006	-0.014	0.027
Si	8.192	21.778	2.652	0.025	0.018	0.008
Si	5.484	30.039	2.626	0.027	-0.029	-0.006
Si	8.152	27.3	2.764	-0.044	0.002	-0.014
Si	5.406	35.287	2.91	0.031	0.006	-0.06
Si	8.217	32.719	2.712	-0.048	-0.023	0.01
Si	5.444	40.729	2.768	0.008	0.011	-0.015
Si	8.18	38.047	2.904	-0.011	-0.007	0.002
Si	5.473	46.302	2.778	-0.033	-0.004	-0.02
Si	8.193	43.495	2.786	0.043	0.013	0.006
Si	5.374	51.822	2.596	-0.003	-0.009	0.023
Si	8.142	48.992	2.796	0.005	0.001	0.037
Si	5.265	57.264	2.823	0.006	0.02	-0.006
Si	8.066	54.539	2.598	-0.045	-0.008	-0.01
Si	5.458	62.708	2.616	0.002	-0.003	-0.011
Si	8.055	59.852	2.77	0.039	-0.035	-0.014
Si	10.908	2.819	2.586	0.007	0.015	0.022
Si	13.504	0.049	2.677	-0.017	-0.004	-0.008
Si	10.816	8.24	2.84	-0.005	0.029	0.043
Si	13.453	5.456	2.745	-0.011	-0.001	-0.015
Si	10.963	13.543	2.772	0.05	-0.035	0.011
Si	13.713	10.923	2.821	0.01	0.033	-0.021
Si	10.845	19.15	2.952	-0.078	-0.004	0.006
Si	13.668	16.279	2.653	0.035	0.031	0.014
Si	10.907	24.534	2.611	0.013	-0.01	0.029
Si	13.584	21.803	2.717	-0.036	0.01	-0.023
Si	10.945	29.974	2.676	0.007	-0.016	0.005
Si	13.547	27.295	2.562	-0.016	-0.001	0.018
Si	10.891	35.445	2.629	-0.026	0	0.004
Si	13.555	32.684	2.688	0.016	0.008	0
Si	10.985	40.875	2.864	-0.001	0.008	-0.06
Si	13.725	37.998	2.668	0.015	0.029	0.001
Si	10.905	46.245	2.718	-0.005	-0.021	-0.016
Si	13.679	43.519	2.644	-0.009	-0.042	-0.032
Si	10.93	51.646	2.882	0.026	0.014	-0.021
Si	13.685	48.956	2.803	-0.039	-0.057	0.039
Si	10.781	57.124	2.56	0.024	-0.002	-0.031
Si	13.501	54.398	2.796	0.003	-0.005	-0.033
Si	10.877	62.609	2.844	-0.035	0.041	0.005
Si	13.502	59.771	2.723	-0.004	-0.006	0.013
Si	1.363	4.106	4.138	0.018	-0.048	0.035
Si	4.101	1.349	3.98	0.013	-0.013	-0.014
Si	1.418	9.522	4.12	-0.002	0.019	0.034
Si	4.099	6.859	4.052	0.005	0.058	0.02
Si	1.365	15.016	4.147	0.015	-0.045	-0.017
Si	4.094	12.148	4.173	-0.043	-0.015	0.007
Si	1.354	20.351	4.049	-0.01	-0.017	-0.006
Si	4.141	17.589	3.989	-0.021	0.022	-0.018
Si	1.402	25.939	4.076	-0.012	0.038	0.017
Si	4.113	23.215	4.008	0.016	0.016	-0.035
Si	1.278	31.175	3.99	-0.001	-0.016	-0.001
Si	4.1	28.614	3.948	0.008	-0.009	-0.012
Si	1.399	36.71	4.07	-0.046	0.032	-0.033
Si	3.984	33.9	4.111	-0.039	-0.013	-0.007
Si	1.349	42.114	4.111	0.029	0.002	-0.056
Si	4.151	39.416	4.208	-0.017	-0.009	0.015
Si	1.438	47.518	4.139	-0.045	0.026	0.016
Si	4.136	44.923	4.177	0.011	0.024	-0.006
Si	1.302	52.98	3.996	-0.003	-0.012	-0.04
Si	4.035	50.359	3.947	-0.015	-0.009	0.007
Si	1.26	58.586	4.176	0.001	-0.026	0.007
Si	3.942	55.798	4.083	0.019	-0.018	0.016
Si	1.401	63.992	4.088	0.032	-0.003	0.008
Si	4.137	61.359	4.106	0.048	0.036	-0.009
Si	6.808	4.062	4.133	-0.041	-0.002	0.011
Si	9.539	1.39	3.955	-0.004	0.019	-0.019
Si	6.885	9.606	4.122	0.034	0.034	-0.024
Si	9.501	6.806	4.148	0.034	-0.016	-0.006
Si	6.662	14.915	4.122	-0.037	-0.014	-0.028
Si	9.546	12.239	4.106	0.01	-0.034	0.022
Si	6.842	20.433	4.056	0.022	-0.034	0
Si	9.489	17.727	4.223	0.024	0.012	0.053
Si	6.788	25.898	4.055	0.001	-0.013	0.006
Si	9.552	23.165	4.001	-0.003	-0.004	-0.017
Si	6.822	31.36	4.048	0.004	-0.018	-0.005
Si	9.548	28.653	4.06	0.026	0.035	0.011
Si	6.814	36.666	4.218	0.033	0.005	0.002
Si	9.572	34.074	4.059	0.026	0.009	-0.001
Si	6.817	42.126	4.114	0.004	0.018	-0.007
Si	9.572	39.473	4.163	0.009	0.008	0
Si	6.804	47.644	4.159	0.024	-0.025	0.031
Si	9.568	44.878	4.111	-0.021	-0.009	-0.004
Si	6.73	53.153	4.002	0.001	0.005	0.003
Si	9.525	50.303	4.168	0.001	0.011	0.015
Si	6.712	58.542	4.166	-0.017	-0.015	-0.011
Si	9.462	55.806	4.015	0.044	0.004	0.007
Si	6.778	64	4.071	-0.006	-0.002	0.016
Si	9.464	61.219	4.111	-0.017	-0.042	0.017
Si	12.195	4.074	4.117	-0.028	-0.023	0.016
Si	14.933	1.431	3.999	0.001	0.012	-0.007
Si	12.272	9.563	4.13	-0.017	0.047	-0.032
Si	14.952	6.819	4.019	0.025	0.002	-0.028
Si	12.321	14.947	4.075	-0.004	0.006	-0.007
Si	15.021	12.318	4.144	0.015	-0.014	0.012
Si	12.267	20.509	4.178	0.026	-0.01	0.011
Si	15.015	17.679	4.009	0.024	-0.036	-0.007
Si	12.248	25.903	3.978	-0.011	0.013	-0.002
Si	14.967	23.174	4.053	0.016	-0.017	-0.026
Si	12.261	31.312	4.079	-0.006	0.001	-0.013
Si	14.933	28.599	3.958	-0.007	0.006	-0.01
Si	12.299	36.707	4.041	0.035	-0.018	0.003
Si	14.962	33.969	4.089	-0.008	-0.02	0.004
Si	12.346	42.238	4.149	-0.025	0.052	0.042
Si	14.967	39.4	4.114	-0.032	0.023	0.001
Si	12.274	47.585	4.098	-0.006	0.032	-0.03
Si	15.063	44.874	4.004	0.006	0	0.008
Si	12.233	53.051	4.213	-0.013	-0.022	0.028
Si	14.971	50.361	4.15	0.023	-0.015	0.006
Si	12.133	58.438	4.052	-0.021	0.008	0.019
Si	14.903	55.814	4.082	-0.037	0.003	-0.034
Si	12.229	64.017	4.124	0.033	0.003	0.011
Si	14.938	61.214	4.011	-0.014	-0.03	-0.018
Si	-0.015	0.05	5.374	-0.016	0.003	-0.03
Si	2.741	2.697	5.406	0.029	-0.008	0.007
Si	-0.032	5.476	5.44	-0.023	0.02	-0.004
Si	2.745	8.158	5.479	0.012	-0.014	-0.013
Si	0.043	10.909	5.455	0.009	0.014	0.005
Si	2.709	13.58	5.459	0.012	0.001	-0.023
Si	0.01	16.382	5.468	-0.026	0.044	-0.016
Si	2.751	18.987	5.356	-0.01	-0.025	-0.009
Si	-0.002	21.772	5.38	0.008	-0.015	-0.009
Si	2.747	24.541	5.4	0.006	-0.017	0.003
Si	-0.02	27.278	5.373	0.013	-0.003	-0.002
Si	2.703	29.897	5.364	0.003	-0.009	-0.009
Si	-0.005	32.588	5.406	-0.019	-0.001	-0.005
Si	2.705	35.337	5.467	0.017	0.001	-0.014
Si	0.029	38.059	5.454	0.015	-0.006	-0.007
Si	2.725	40.783	5.491	0.017	-0.016	0.003
Si	0.021	43.518	5.458	0.005	-0.007	-0.016
Si	2.765	46.232	5.552	0.003	-0.044	0.027
Si	0.036	48.943	5.437	0.002	0.014	-0.023
Si	2.703	51.686	5.391	-0.002	0.008	0.003
Si	-0.04	54.394	5.381	-0.005	-0.014	0.002
Si	2.641	57.177	5.465	0.016	-0.012	0.015
Si	-0.089	59.928	5.5	-0.017	0.018	0
Si	2.737	62.655	5.476	-0.002	-0.002	0.005
Si	5.425	0.029	5.428	0	0.015	0.012
Si	8.193	2.692	5.427	0.008	-0.005	-0.014
Si	5.445	5.474	5.43	-0.015	0.009	-0.013
Si	8.164	8.183	5.487	-0.01	-0.016	0.014
Si	5.497	10.883	5.528	0.002	-0.029	-0.015
Si	8.123	13.587	5.431	0.017	-0.026	-0.037
Si	5.414	16.32	5.492	-0.014	0.032	0.013
Si	8.141	19.114	5.511	0.01	0.001	0.008
Si	5.45	21.813	5.37	0.006	-0.009	0.008
Si	8.164	24.509	5.372	0.004	-0.02	-0.002
Si	5.426	27.269	5.38	0.005	0.02	0.001
Si	8.17	29.99	5.414	-0.005	0.013	0.005
Si	5.43	32.635	5.455	0.013	-0.005	0.006
Si	8.211	35.336	5.512	-0.003	0.012	0.01
Si	5.49	38.064	5.56	-0.005	0.009	0.012
Si	8.19	40.81	5.508	-0.021	0.005	0.008
Si	5.488	43.516	5.486	0.009	-0.006	0.02
Si	8.198	46.252	5.471	0.021	-0.013	-0.001
Si	5.396	49.03	5.419	-0.045	-0.006	-0.022
Si	8.108	51.742	5.396	0.011	0.032	-0.033
Si	5.373	54.454	5.417	-0.011	0.049	-0.003
Si	8.13	57.154	5.434	0.003	-0.002	0.003
Si	5.424	59.953	5.498	-0.037	0.016	0.006
Si	8.127	62.623	5.443	-0.017	-0.017	0.005
Si	10.855	0.062	5.425	-0.033	0.002	-0.004
Si	13.6	2.737	5.439	0.001	-0.007	0.009
Si	10.87	5.448	5.483	0.008	0.012	0.013
Si	13.633	8.171	5.447	0.006	-0.009	-0.021
Si	10.904	10.906	5.487	-0.029	-0.027	0.005
Si	13.642	13.639	5.499	-0.005	-0.021	0
Si	10.925	16.318	5.434	-0.021	0.015	-0.004
Si	13.644	19.053	5.401	0.013	-0.034	-0.005
Si	10.88	21.868	5.461	-0.007	0.011	0.008
Si	13.61	24.561	5.38	-0.018	0.007	0
Si	10.89	27.238	5.381	0.001	-0.012	-0.003
Si	13.627	29.942	5.4	0.006	-0.005	0.001
Si	10.901	32.681	5.425	-0.028	0.01	0.005
Si	13.616	35.347	5.443	-0.008	0.008	0.007
Si	10.954	38.08	5.453	-0.001	-0.02	-0.016
Si	13.649	40.8	5.484	-0.018	-0.016	0.002
Si	10.939	43.556	5.499	0	0.007	-0.001
Si	13.672	46.218	5.416	0.024	-0.014	-0.012
Si	10.918	48.944	5.487	0.008	-0.011	0.011
Si	13.627	51.701	5.53	-0.006	0.024	0.008
Si	10.811	54.449	5.445	-0.009	0.006	0.006
Si	13.531	57.138	5.452	-0.025	0.004	0.011
Si	10.836	59.842	5.439	0.01	0.018	-0.005
Si	13.608	62.604	5.401	0.024	-0.004	-0.004
Si	1.353	1.374	6.777	0.034	-0.007	0
Si	4.083	4.088	6.776	-0.008	-0.003	-0.006
Si	1.346	6.814	6.815	0.002	0.017	-0.002
Si	4.101	9.514	6.841	0.01	-0.013	0.013
Si	1.362	12.254	6.847	0.024	-0.017	0.007
Si	4.05	14.957	6.826	0.006	-0.004	-0.005
Si	1.384	17.722	6.8	0.017	-0.004	-0.004
Si	4.081	20.418	6.707	0.006	-0.001	-0.013
Si	1.365	23.153	6.724	0.006	0.009	-0.001
Si	4.09	25.899	6.764	-0.004	0.005	0.005
Si	1.354	28.583	6.768	-0.008	0.009	0.002
Si	4.057	31.258	6.768	-0.015	0.005	-0.007
Si	1.331	33.973	6.797	-0.011	0.01	-0.004
Si	4.078	36.695	6.849	0.008	-0.018	-0.015
Si	1.372	39.419	6.845	-0.017	0.012	0.002
Si	4.093	42.166	6.836	-0.007	0.019	-0.008
Si	1.375	44.863	6.857	0.028	-0.008	0.004
Si	4.104	47.648	6.847	-0.005	0.016	0.001
Si	1.379	50.322	6.8	0.002	0.009	0.002
Si	4.055	53.052	6.776	0.021	-0.013	0.01
Si	1.311	55.761	6.783	0.004	0.005	-0.008
Si	4.044	58.542	6.795	-0.001	0.001	-0.002
Si	1.345	61.274	6.804	0.022	0.001	-0.002
Si	4.082	64.013	6.831	0.014	-0.018	0
Si	6.809	1.365	6.797	-0.009	-0.006	-0.001
Si	9.515	4.074	6.818	-0.014	0.016	-0.004
Si	6.792	6.816	6.823	-0.018	0.04	-0.006
Si	9.544	9.529	6.836	0.006	0	-0.008
Si	6.824	12.256	6.868	-0.008	0.005	-0.005
Si	9.514	14.97	6.766	-0.006	0.025	-0.016
Si	6.774	17.715	6.815	0.004	0.013	0.002
Si	9.53	20.48	6.813	0	-0.008	0.006
Si	6.811	23.155	6.751	0.02	0.003	-0.006
Si	9.521	25.88	6.739	0.001	-0.002	-0.004
Si	6.799	28.609	6.751	0.009	-0.01	0.001
Si	9.524	31.335	6.788	-0.001	0.002	-0.003
Si	6.802	33.99	6.829	0.006	0.007	0.005
Si	9.572	36.733	6.829	0	-0.01	0.001
Si	6.842	39.452	6.887	0.02	-0.016	-0.002
Si	9.562	42.18	6.845	0.008	0.005	0.014
Si	6.848	44.883	6.84	-0.005	0.001	-0.006
Si	9.555	47.598	6.846	-0.005	0.018	0.006
Si	6.774	50.373	6.786	0.004	-0.012	-0.001
Si	9.474	53.07	6.797	0.015	-0.004	0.02
Si	6.77	55.785	6.785	-0.003	-0.006	0.007
Si	9.493	58.499	6.821	-0.013	0.005	-0.006
Si	6.798	61.28	6.852	0.009	-0.005	-0.002
Si	9.504	63.999	6.782	0.003	0.01	-0.001
Si	12.236	1.384	6.8	0.014	0.006	0.004
Si	14.955	4.105	6.806	0.007	-0.019	0.003
Si	12.264	6.809	6.813	-0.016	0.001	-0.005
Si	14.989	9.543	6.801	0.018	0.033	-0.015
Si	12.256	12.275	6.831	-0.001	0.017	-0.005
Si	14.988	15.013	6.829	0	-0.018	0.014
Si	12.271	17.707	6.776	-0.002	0.012	0.012
Si	14.979	20.432	6.765	-0.004	-0.01	-0.008
Si	12.253	23.224	6.779	-0.01	-0.008	0.006
Si	14.976	25.899	6.742	0.006	0.008	-0.001
Si	12.256	28.583	6.755	-0.002	0.016	0.002
Si	14.972	31.273	6.798	0.015	-0.006	0.005
Si	12.256	34.01	6.817	0.014	0.003	-0.013
Si	14.976	36.713	6.809	-0.016	0.002	-0.005
Si	12.277	39.447	6.841	-0.017	0.052	0.007
Si	15.006	42.164	6.844	0.001	-0.006	-0.004
Si	12.308	44.907	6.841	-0.01	-0.015	0.005
Si	15.002	47.594	6.808	-0.005	0.016	0.005
Si	12.262	50.317	6.844	0.002	-0.01	0.014
Si	14.985	53.078	6.84	-0.003	-0.015	0.007
Si	12.196	55.78	6.824	0.011	-0.013	0
Si	14.896	58.518	6.815	-0.008	0.002	0.001
Si	12.23	61.234	6.761	0.002	0.008	-0.006
Si	14.978	63.982	6.749	-0.004	-0.022	-0.007
Si	0.004	2.753	13.613	-0.011	-0.003	0.008
Si	2.709	-0.018	13.578	0.007	0	-0.001
Si	-0.014	8.184	13.608	0.007	0.002	-0.001
Si	2.719	5.459	13.634	0	0.008	-0.003
Si	-0.046	13.658	13.572	-0.002	-0.004	0.001
Si	2.7	10.9	13.592	0.011	-0.015	0.006
Si	-0.034	19.102	13.568	0.011	-0.002	-0.003
Si	2.696	16.39	13.547	0.004	-0.003	-0.005
Si	-0.008	24.502	13.575	-0.006	0.005	0.002
Si	2.689	21.8	13.574	-0.013	-0.007	0.012
Si	-0.022	29.903	13.6	-0.002	-0.002	-0.002
Si	2.742	27.195	13.59	0.009	-0.014	-0.001
Si	0	35.334	13.61	0.011	-0.004	-0.002
Si	2.701	32.617	13.619	0.002	0.015	0.005
Si	-0.013	40.797	13.674	-0.006	-0.003	-0.008
Si	2.727	38.071	13.625	0.003	0.002	-0.005
Si	0.048	46.232	13.67	0.027	0.006	0.005
Si	2.758	43.537	13.675	0.01	0.003	0.007
Si	0.035	51.719	13.665	0.016	-0.006	0
Si	2.739	48.983	13.638	-0.006	0.013	0.002
Si	0.033	57.171	13.595	-0.005	0.011	0.003
Si	2.741	54.458	13.595	0.02	-0.011	0.005
Si	0.014	62.605	13.596	0.005	-0.017	0.002
Si	2.742	59.877	13.596	-0.019	0.015	-0.003
Si	5.462	2.756	13.629	0.012	-0.003	0.003
Si	8.196	0.048	13.571	-0.011	0.005	-0.007
Si	5.441	8.182	13.662	-0.011	0	0.003
Si	8.133	5.466	13.705	0.005	0.002	0.012
Si	5.414	13.622	13.572	0.008	-0.011	-0.002
Si	8.135	10.905	13.584	-0.01	0.011	-0.001
Si	5.404	19.091	13.542	0.003	-0.001	0.006
Si	8.14	16.354	13.566	0.003	-0.003	0.013
Si	5.411	24.507	13.575	-0.011	0.011	0.007
Si	8.134	21.826	13.539	-0.002	-0.002	0.006
Si	5.447	29.922	13.612	0.013	0.001	0.006
Si	8.189	27.216	13.575	0.015	-0.014	-0.006
Si	5.416	35.346	13.589	0.021	0.001	-0.004
Si	8.167	32.636	13.633	0	-0.01	0.006
Si	5.488	40.831	13.68	0.006	-0.004	0.014
Si	8.174	38.095	13.68	-0.004	0	0.002
Si	5.499	46.289	13.675	-0.01	0.004	-0.016
Si	8.187	43.539	13.669	-0.004	0	0.003
Si	5.506	51.7	13.544	0.007	-0.013	-0.01
Si	8.225	48.969	13.652	0.003	0.01	-0.004
Si	5.454	57.142	13.652	-0.007	0.002	-0.009
Si	8.182	54.41	13.62	0.008	0.002	0.002
Si	5.436	62.568	13.555	-0.003	-0.004	0.003
Si	8.169	59.864	13.625	-0.011	-0.012	0.004
Si	10.916	2.733	13.618	0	0.007	0.004
Si	13.607	0.012	13.589	0.013	-0.006	-0.019
Si	10.816	8.201	13.608	-0.009	0.007	0.002
Si	13.626	5.465	13.589	0	0.004	-0.011
Si	10.841	13.634	13.58	-0.001	-0.009	0.003
Si	13.569	10.914	13.61	0.007	-0.012	0.006
Si	10.874	19.086	13.539	0.01	-0.01	-0.001
Si	13.564	16.407	13.543	-0.014	0.01	0
Si	10.892	24.547	13.579	-0.005	0	0.008
Si	13.605	21.807	13.552	0.012	-0.008	-0.004
Si	10.882	29.901	13.58	0.009	-0.008	-0.012
Si	13.603	27.223	13.591	-0.008	0.009	0.008
Si	10.856	35.344	13.667	0.01	-0.01	-0.003
Si	13.59	32.622	13.617	-0.019	0.01	-0.003
Si	10.875	40.81	13.644	-0.008	0.027	0.008
Si	13.6	38.056	13.649	0.015	-0.017	0.005
Si	10.927	46.263	13.668	-0.001	0.012	0.005
Si	13.644	43.512	13.687	-0.006	-0.026	-0.003
Si	10.899	51.695	13.667	-0.031	0.017	-0.002
Si	13.611	49.002	13.646	-0.019	-0.012	0.001
Si	10.914	57.119	13.565	0.013	-0.013	-0.004
Si	13.648	54.435	13.636	-0.009	0.017	0.002
Si	10.892	62.609	13.6	-0.004	0.017	0.01
Si	13.641	59.9	13.569	0.001	0.02	-0.004
Si	1.35	4.116	14.999	0.003	-0.012	0.029
Si	4.092	1.338	14.899	-0.024	-0.015	-0.013
Si	1.335	9.557	14.959	-0.021	0.001	-0.012
Si	4.059	6.823	15.017	0.024	-0.014	0.012
Si	1.327	15.04	14.892	0.001	0.015	-0.017
Si	4.05	12.27	14.941	0.013	-0.001	-0.009
Si	1.316	20.453	14.941	0.006	-0.005	-0.006
Si	4.049	17.739	14.918	-0.017	0.014	0.001
Si	1.364	25.842	14.939	0.01	-0.015	-0.004
Si	4.045	23.149	14.944	0	0.023	0.004
Si	1.321	31.254	14.969	-0.015	0.007	-0.01
Si	4.104	28.546	14.97	-0.004	-0.015	0.007
Si	1.347	36.706	14.966	-0.01	0.01	-0.013
Si	4.075	33.98	14.958	-0.011	0.01	0.003
Si	1.373	42.166	15.014	-0.043	-0.006	0.003
Si	4.123	39.411	14.977	-0.019	0	-0.028
Si	1.419	47.595	15.03	-0.022	0.013	-0.001
Si	4.13	44.928	15.024	0.009	-0.019	-0.02
Si	1.398	53.143	14.995	-0.026	0.007	-0.003
Si	4.155	50.373	14.902	0.01	0.019	-0.021
Si	1.409	58.51	14.967	0.022	0	0.016
Si	4.113	55.745	15.014	-0.015	-0.014	0.013
Si	1.391	63.941	14.975	-0.008	-0.005	0.002
Si	4.108	61.218	14.975	0.008	-0.029	0.009
Si	6.75	4.113	15.088	-0.021	-0.018	0.043
Si	9.571	1.365	14.983	-0.005	0.003	0.026
Si	6.822	9.559	15.002	0.027	0.02	0
Si	9.49	6.875	15.047	-0.014	0.018	0.007
Si	6.78	14.976	14.917	-0.003	-0.009	-0.01
Si	9.463	12.277	14.945	0.016	0.006	-0.004
Si	6.747	20.474	14.877	-0.013	0.009	-0.006
Si	9.512	17.73	14.897	0.012	0.004	-0.003
Si	6.808	25.863	14.898	0.006	0.004	-0.009
Si	9.481	23.204	14.893	-0.002	0.024	-0.004
Si	6.82	31.26	14.989	-0.006	0.001	-0.001
Si	9.556	28.541	14.967	0	-0.003	0.01
Si	6.746	36.711	14.959	-0.024	0.007	-0.005
Si	9.509	33.97	15.048	-0.001	-0.001	0.029
Si	6.83	42.215	15.081	0.004	0.007	0.015
Si	9.541	39.472	15.054	-0.012	-0.041	0.021
Si	6.884	47.636	15.055	0.011	0	0.02
Si	9.573	44.883	15.021	0.029	-0.014	-0.002
Si	6.841	53.002	14.962	-0.028	-0.006	0.016
Si	9.565	50.307	15.062	0.021	-0.016	-0.017
Si	6.821	58.504	15.019	0.009	-0.015	-0.007
Si	9.567	55.777	14.953	0.004	0	0.007
Si	6.791	63.985	14.825	-0.002	-0.008	-0.019
Si	9.55	61.23	14.965	0.005	-0.016	0.011
Si	12.293	4.113	14.96	-0.006	-0.031	-0.01
Si	14.977	1.361	14.943	-0.012	-0.006	-0.013
Si	12.159	9.567	14.954	0.016	0.016	0.013
Si	14.971	6.82	14.969	0.01	-0.046	0.016
Si	12.189	15.055	14.88	-0.005	-0.004	-0.017
Si	14.91	12.319	14.942	0.02	0.014	0.015
Si	12.24	20.442	14.893	-0.007	-0.013	-0.006
Si	14.9	17.775	14.919	-0.015	-0.001	0.006
Si	12.254	25.889	14.979	-0.004	-0.005	0.007
Si	14.957	23.148	14.935	-0.007	-0.006	-0.006
Si	12.224	31.237	14.954	-0.001	0.016	-0.001
Si	14.97	28.543	14.984	0.014	-0.002	-0.009
Si	12.196	36.732	15.018	-0.008	0.046	0.002
Si	14.969	33.969	14.964	0.036	0.008	0.007
Si	12.237	42.145	15.016	-0.006	0.009	-0.016
Si	14.96	39.394	15.025	0.004	-0.006	-0.021
Si	12.256	47.659	15.038	-0.005	0.02	0.01
Si	15.018	44.876	15.046	0.027	-0.023	0.025
Si	12.276	53.077	14.996	0.011	-0.002	-0.012
Si	14.991	50.342	15.008	0.019	0.004	0.001
Si	12.306	58.483	14.869	0.011	-0.017	-0.027
Si	15.026	55.822	14.983	-0.007	-0.026	-0.017
Si	12.248	63.985	14.955	-0.012	0.026	-0.023
Si	14.977	61.261	14.96	-0.003	-0.003	0.011
Si	-0.057	-0.07	16.286	0.013	0.037	-0.02
Si	2.708	2.643	16.244	-0.023	0.044	0.049
Si	0.005	5.507	16.396	-0.007	0.034	0.003
Si	2.697	8.212	16.335	0.01	0.02	-0.008
Si	-0.016	10.975	16.269	-0.014	0.019	0.005
Si	2.672	13.669	16.245	-0.011	0.003	-0.022
Si	-0.086	16.374	16.216	0.008	-0.019	0.005
Si	2.692	19.106	16.284	0.019	-0.018	0.014
Si	-0.051	21.79	16.328	0.009	-0.002	0.004
Si	2.678	24.479	16.329	-0.004	0.017	0.016
Si	0.034	27.183	16.329	-0.026	0.015	-0.01
Si	2.671	29.862	16.297	0.007	-0.006	-0.002
Si	-0.049	32.586	16.359	-0.025	-0.012	0.024
Si	2.702	35.341	16.3	0.009	0.027	-0.009
Si	0.018	38.041	16.381	0.006	0.001	0.006
Si	2.764	40.773	16.298	0.019	-0.019	-0.024
Si	0.044	43.508	16.44	0.025	-0.045	0.022
Si	2.817	46.278	16.43	-0.034	0.016	-0.002
Si	-0.006	48.923	16.348	-0.047	0.002	-0.003
Si	2.874	51.801	16.233	0.032	0.016	0.016
Si	0.042	54.503	16.407	0.027	0.022	-0.024
Si	2.74	57.112	16.357	-0.016	0.013	0.003
Si	0.075	59.935	16.283	0.008	-0.02	0.004
Si	2.82	62.629	16.356	0.001	-0.011	-0.004
Si	5.453	-0.036	16.233	-0.008	0.001	0.007
Si	8.231	2.744	16.345	0.02	-0.027	-0.053
Si	5.32	5.464	16.488	0.007	-0.05	0.041
Si	8.089	8.198	16.482	-0.014	-0.002	0.013
Si	5.471	10.969	16.305	-0.031	0.036	0.007
Si	8.165	13.683	16.321	0.009	-0.008	0.034
Si	5.383	16.314	16.234	0.021	-0.015	0.009
Si	8.099	19.093	16.176	0.017	-0.004	0.02
Si	5.415	21.806	16.298	-0.01	-0.014	0.02
Si	8.11	24.522	16.301	0.017	-0.027	-0.01
Si	5.545	27.227	16.31	0.043	0.009	0.022
Si	8.206	29.886	16.331	-0.002	0.012	-0.028
Si	5.431	32.618	16.317	0.007	0.001	0.015
Si	8.078	35.375	16.326	-0.004	-0.001	-0.009
Si	5.409	38.025	16.388	0.004	-0.005	0.009
Si	8.171	40.815	16.437	0.012	0.004	0.036
Si	5.495	43.643	16.44	-0.002	-0.03	0
Si	8.294	46.268	16.416	-0.014	0.026	0.048
Si	5.459	49.04	16.323	0.023	-0.018	-0.003
Si	8.144	51.639	16.384	0.015	-0.009	-0.015
Si	5.494	54.327	16.346	-0.021	-0.031	-0.01
Si	8.215	57.108	16.335	0.026	-0.012	-0.015
Si	5.43	59.846	16.387	-0.002	0.01	0.015
Si	8.137	62.687	16.189	0.004	0.007	-0.009
Si	10.937	0.005	16.379	-0.024	-0.005	-0.009
Si	13.663	2.746	16.32	0.037	0.013	-0.009
Si	10.972	5.531	16.294	0.005	0.023	-0.018
Si	13.551	8.198	16.249	-0.012	-0.033	-0.026
Si	10.759	10.895	16.332	-0.007	0.015	0.001
Si	13.475	13.683	16.25	0.013	-0.008	0.007
Si	10.882	16.407	16.288	-0.024	-0.009	-0.003
Si	13.58	19.146	16.34	0.016	0.032	0.004
Si	10.857	21.825	16.17	0.002	-0.011	0.015
Si	13.643	24.529	16.305	0.008	0.025	0.006
Si	10.887	27.208	16.394	0.017	0.013	0.032
Si	13.583	29.895	16.323	-0.006	-0.018	-0.006
Si	10.871	32.526	16.375	-0.011	0.003	-0.002
Si	13.59	35.34	16.279	-0.023	0.009	-0.009
Si	10.878	38.108	16.457	0.027	0.009	0.006
Si	13.51	40.693	16.353	-0.001	-0.049	-0.005
Si	10.918	43.52	16.405	-0.007	0.025	-0.006
Si	13.635	46.281	16.34	-0.006	0.001	-0.016
Si	10.948	49.009	16.498	-0.004	0.019	-0.001
Si	13.665	51.752	16.366	0	-0.021	-0.003
Si	10.92	54.441	16.352	0.027	0.043	0.018
Si	13.68	57.225	16.303	0.005	0.034	0.001
Si	10.937	59.761	16.235	-0.057	-0.024	-0.018
Si	13.552	62.59	16.311	-0.009	0.01	0.016
Si	1.343	1.267	17.581	-0.029	-0.02	-0.086
Si	3.937	3.954	17.751	0.049	-0.056	-0.003
Si	1.237	7.035	17.761	-0.024	-0.164	0.082
Si	4.101	9.586	17.604	-0.001	-0.031	-0.002
Si	1.308	12.376	17.634	-0.025	0	-0.003
Si	4.029	14.975	17.636	-0.008	-0.003	-0.025
Si	1.254	17.742	17.553	-0.003	0.004	-0.038
Si	4.066	20.451	17.67	-0.035	-0.013	0.013
Si	1.295	23.106	17.724	-0.01	0.038	-0.004
Si	4.145	25.852	17.558	0.006	0.013	-0.047
Si	1.355	28.525	17.74	-0.001	-0.005	0.012
Si	4.046	31.211	17.598	-0.002	-0.016	-0.013
Si	1.341	33.987	17.634	-0.011	0.02	-0.007
Si	4.009	36.654	17.745	-0.009	0.032	-0.032
Si	1.465	39.398	17.694	0.021	-0.009	0.009
Si	4.078	42.181	17.627	0.024	0.013	0.048
Si	1.449	44.93	17.802	-0.074	-0.085	0.08
Si	4.206	47.684	17.77	0.026	-0.026	-0.03
Si	1.473	50.407	17.395	-0.004	-0.009	-0.01
Si	4.16	53.041	17.819	-0.008	-0.02	0.032
Si	1.388	55.853	17.834	-0.002	0.002	-0.027
Si	4.131	58.367	17.757	0.022	-0.035	0.015
Si	1.45	61.261	17.669	-0.003	-0.006	-0.001
Si	4.189	64.004	17.75	0.026	-0.016	-0.01
Si	6.869	1.245	17.558	0	-0.042	0.075
Si	9.623	4.197	17.622	0.004	-0.01	-0.004
Si	6.673	6.843	17.89	0.01	0.044	0.012
Si	9.503	9.546	17.85	0.008	-0.01	-0.003
Si	6.799	12.357	17.7	-0.019	-0.013	-0.052
Si	9.525	15.085	17.675	0.021	0.003	-0.008
Si	6.78	17.675	17.502	0.004	-0.006	0.003
Si	9.442	20.5	17.47	0.007	0.025	-0.021
Si	6.762	23.164	17.684	0.009	0.011	-0.025
Si	9.435	25.862	17.704	-0.026	0.017	-0.022
Si	6.927	28.551	17.761	0.013	-0.034	-0.016
Si	9.523	31.147	17.799	0.025	-0.011	0.006
Si	6.757	33.996	17.697	0.006	0.025	-0.023
Si	9.369	36.785	17.692	-0.042	0.03	-0.005
Si	6.779	39.387	17.745	-0.022	-0.006	0.02
Si	9.58	42.162	17.803	-0.002	0.008	-0.015
Si	6.885	45.026	17.841	-0.015	0.025	0.017
Si	9.618	47.611	17.897	0.029	0.001	-0.006
Si	6.745	50.329	17.811	0.019	0.004	0.011
Si	9.567	52.982	17.657	0.002	-0.01	0.072
Si	6.956	55.608	17.637	-0.016	-0.017	0.018
Si	9.568	58.481	17.678	-0.002	-0.006	-0.048
Si	6.806	61.359	17.572	-0.049	0.026	-0.034
Si	9.505	63.941	17.651	0.055	-0.083	0.046
Si	12.303	1.441	17.712	0.011	-0.009	-0.002
Si	15.052	4.035	17.73	-0.02	-0.03	-0.063
Si	12.361	6.817	17.732	0.004	-0.042	0.024
Si	14.78	9.717	17.498	0.049	0	0.042
Si	11.996	12.417	17.599	-0.035	0.025	0.007
Si	14.866	15.023	17.571	0.012	0.005	-0.013
Si	12.217	17.773	17.671	-0.008	-0.004	0.008
Si	14.904	20.52	17.771	0.002	0.001	0.017
Si	12.179	23.184	17.54	-0.017	0	-0.008
Si	15.085	25.793	17.717	0.029	-0.076	0.035
Si	12.298	28.555	17.762	0.014	0.02	0.002
Si	14.899	31.212	17.738	0.017	-0.002	-0.022
Si	12.287	33.921	17.606	0.023	0.002	-0.017
Si	14.891	36.692	17.685	0.004	0.031	-0.002
Si	12.255	39.399	17.944	-0.011	0	-0.017
Si	14.902	42.026	17.613	-0.011	0.024	-0.007
Si	12.291	44.946	17.713	-0.032	0.005	0.049
Si	14.963	47.55	17.798	0.019	0.023	0.058
Si	12.397	50.395	17.803	-0.059	-0.023	0.037
Si	14.979	53.154	17.735	-0.022	0.029	0
Si	12.298	55.889	17.646	0.006	-0.024	0.015
Si	15.064	58.618	17.659	-0.032	-0.002	0.019
Si	12.218	61.146	17.61	-0.011	0.021	0.029
Si	14.895	63.943	17.683	0.008	0.022	-0.001
Si	0.24	2.745	19.024	-0.006	0.034	0.034
Si	2.735	0.032	19.015	-0.013	0.034	0.084
Si	-0.279	8.476	18.937	-0.153	-0.337	-0.248
Si	2.298	3.897	19.573	-0.156	0.356	-0.203
Si	-0.198	13.622	18.975	-0.018	0.008	0.025
Si	1.728	10.264	20.508	0.347	0.188	-0.485
Si	-0.029	19.082	19.025	-0.013	-0.016	0.041
Si	2.517	16.269	18.863	-0.046	-0.031	0.056
Si	0.16	24.563	19.227	0.301	0.255	-0.449
Si	2.682	21.786	19.079	-0.008	0	0.003
Si	-0.087	29.818	19.112	-0.017	-0.026	0.039
Si	2.884	27.204	18.969	-0.026	-0.018	0.054
Si	-0.11	35.274	18.968	0.022	-0.054	0.007
Si	2.677	32.563	18.92	-0.004	0	0.043
Si	-0.046	40.655	18.927	-0.038	-0.069	-0.008
Si	2.628	37.937	19.183	-0.028	-0.009	0.018
Si	-0.007	46.19	19.208	0.012	-0.035	0.03
Si	2.732	43.41	19.106	-0.382	-0.257	-0.366
Si	0.204	51.752	18.77	-0.005	0.019	0.051
Si	2.692	49.09	18.866	-0.042	0.042	0.027
Si	0.043	57.335	19.155	0.032	0.013	-0.019
Si	2.824	54.489	19.153	-0.017	-0.043	0.039
Si	0.045	62.658	18.974	0.033	0.01	0.07
Si	2.783	59.838	19.027	-0.032	0.002	-0.021
Si	5.543	2.631	18.843	-0.044	0.104	-0.025
Si	8.252	0.044	19.056	0.053	0.018	0.028
Si	5.16	8.215	19.199	0.019	-0.026	0.055
Si	8.251	5.482	19.057	0.042	0.038	0.088
Si	5.516	13.835	19.079	0.01	0.005	0.05
Si	8.07	10.966	19.147	0.021	0.007	0.019
Si	5.407	18.925	18.866	-0.026	0.014	-0.002
Si	8.198	16.52	18.962	0.027	0.006	0.068
Si	5.378	24.507	19.032	-0.024	0.022	0.049
Si	8.133	21.761	18.958	-0.001	0.012	0.041
Si	5.452	29.924	18.964	-0.004	-0.001	0.002
Si	8.251	27.196	19.269	-0.004	0.036	0.035
Si	5.333	35.272	19.098	0.012	-0.026	0.039
Si	8.105	32.603	19.023	-0.002	-0.011	0.021
Si	5.485	40.909	18.978	0.369	0.141	-0.398
Si	8.101	38.105	19.248	0.035	-0.027	0.019
Si	6.018	46.88	19.111	0.058	0.034	0.005
Si	8.267	43.614	19.133	0.058	-0.013	0.029
Si	5.406	51.621	19.349	-0.039	-0.001	-0.012
Si	7.776	48.59	19.045	-0.194	-0.19	-0.555
Si	5.63	56.898	19.006	-0.432	-0.265	-0.281
Si	8.273	54.281	19.11	-0.025	-0.046	0.025
Si	5.652	62.742	19.154	-0.016	-0.064	0.086
Si	8.488	60.273	18.745	0.08	0.04	0.11
Si	11.02	2.914	19.042	0.064	0.039	0.064
Si	13.698	0.126	19.084	0.393	0.275	-0.32
Si	10.969	8.106	19.141	0.015	-0.006	0.051
Si	13.796	5.451	19.119	-0.028	0.049	0.016
Si	10.746	13.724	19.154	-0.001	0	-0.011
Si	13.403	11.065	18.793	-0.033	0.05	-0.002
Si	10.771	19.206	18.846	-0.002	-0.008	0.049
Si	13.607	16.407	19.003	0.005	-0.033	0.03
Si	10.768	24.417	18.94	-0.018	-0.006	0.017
Si	13.47	21.971	19.032	0.064	0.025	0.093
Si	10.94	29.811	19.256	-0.014	0.001	0.021
Si	13.701	27.119	19.029	-0.048	0.024	0.015
Si	10.749	35.255	18.725	-0.001	-0.054	0.036
Si	13.564	32.606	19.121	-0.025	-0.002	0.01
Si	10.86	40.805	19.312	-0.02	0.017	0.037
Si	13.672	37.968	19.29	0.002	0.01	0.034
Si	11.015	46.212	19.288	-0.31	-0.17	-0.354
Si	13.639	43.482	18.94	0.026	0	0.017
Si	10.997	51.768	19.085	0.29	0.399	-0.31
Si	13.795	49.084	19.197	0.036	0.028	0.053
Si	10.957	57.189	19.115	-0.019	0.003	0.077
Si	13.62	54.578	19.089	0.027	0.009	0.018
Si	10.023	62.669	21.596	-0.248	-0.021	-0.065
Si	13.728	60.003	19.027	0.054	0.031	0.034
Si	1.627	6.115	19.938	-0.064	0.126	-0.038
Si	3.995	1.592	20.228	0.056	-0.077	-0.676
Si	2.925	11.172	18.819	0.038	0.009	-0.007
Si	3.314	7.652	20.75	-0.121	-0.209	-0.815
Si	0.951	15.161	20.259	0.123	-0.092	-0.673
Si	4.47	12.175	20.297	-0.066	0.149	-0.717
Si	1.611	20.1	20.362	-0.244	0.338	-0.606
Si	3.75	17.766	20.079	0.255	-0.125	-0.708
Si	2.124	25.416	20.267	0.035	-0.402	-0.551
Si	3.706	23.469	20.357	-0.189	0.274	-0.469
Si	1.125	31.45	20.248	0.082	-0.216	-0.762
Si	4.399	28.398	20.369	-0.236	0.062	-0.683
Si	0.867	36.862	20.322	-0.049	0.3	-0.437
Si	4.105	33.682	20.377	-0.06	0.237	-0.603
Si	0.854	42.434	20.173	-0.146	0.303	-0.554
Si	4.079	38.88	20.774	-0.459	-0.245	-0.368
Si	1	48.12	20.133	-0.386	0.123	-0.616
Si	4.881	44.075	21.404	0.276	0.486	-0.21
Si	1.576	52.861	20.297	-0.029	0.217	-0.706
Si	3.587	50.482	20.555	0.359	-0.169	-0.628
Si	1.164	58.957	20.546	0.128	-0.262	-0.664
Si	4.357	55.645	20.572	0.188	-0.364	-0.125
Si	1.174	64.186	20.343	0.183	-0.056	-0.678
Si	4.395	61.048	20.198	-0.013	0.335	-0.743
Si	7.268	3.631	20.05	0.141	-0.097	-0.584
Si	9.09	2.055	20.028	-0.151	-0.128	-0.712
Si	6.451	9.768	20.423	0.171	-0.143	-0.642
Si	9.853	6.51	20.496	-0.096	0.113	-0.722
Si	7.007	15.144	20.387	-0.242	0.138	-0.66
Si	9.018	12.713	20.48	0.261	-0.216	-0.745
Si	6.942	20.119	20.122	0.035	0.028	-0.603
Si	9.29	18.143	20.276	0.066	-0.174	-0.741
Si	6.499	26.079	20.383	0.178	-0.139	-0.785
Si	9.651	22.894	20.371	-0.19	0.12	-0.688
Si	6.454	31.545	20.294	0.088	-0.046	-0.593
Si	10.075	28.063	20.664	-0.261	0.168	-0.705
Si	6.475	36.821	20.421	0.26	-0.116	-0.733
Si	9.713	33.773	20.22	-0.116	0.095	-0.709
Si	6.994	42.076	20.304	-0.017	0.057	-0.579
Si	9.137	39.792	20.66	0.16	-0.194	-0.719
Si	5.589	46.297	21.381	-0.09	-0.399	-0.473
Si	9.803	44.682	20.566	-0.14	0.152	-0.646
Si	7.05	52.825	20.612	-0.189	0.136	-0.749
Si	9.02	50.407	21.121	-0.017	0.003	-0.147
Si	7.048	59.308	20.406	0.593	0.177	0.086
Si	10.059	55.302	20.274	0.323	-0.177	-0.519
Si	7.223	63.95	20.641	-0.398	0.424	-0.156
Si	10.282	61.947	18.697	-0.235	-0.052	-0.731
Si	12.226	4.393	20.573	0.11	-0.122	-0.689
Si	15.387	1.186	20.448	0.007	0.242	-0.675
Si	12.268	9.7	20.266	-0.002	-0.205	-0.647
Si	15.549	6.622	20.248	0.227	-0.089	-0.58
Si	12.443	14.881	20.336	-0.186	0.102	-0.681
Si	14.484	12.503	20.263	0.21	-0.084	-0.719
Si	11.857	20.761	20.157	0.026	-0.017	-0.729
Si	15.217	17.495	20.362	-0.178	0.083	-0.752
Si	12.191	25.76	20.166	0.053	-0.028	-0.541
Si	14.095	23.41	20.821	-0.168	-0.243	-0.56
Si	11.953	31.563	20.494	0.205	-0.275	-0.671
Si	15.009	28.357	20.544	0.094	0.068	-0.717
Si	12.056	36.438	20.158	0.236	0.186	-0.639
Si	15.236	33.67	20.385	-0.285	0.265	-0.697
Si	12.075	42.508	20.422	0.079	-0.165	-0.709
Si	15.679	38.833	20.409	-0.075	-0.162	-0.55
Si	12.893	48.037	21.113	0.172	0.287	-0.539
Si	15.44	44.201	20.287	0.259	0.056	-0.563
Si	11.858	53.601	20.304	-0.125	0.035	-0.005
Si	15.745	50.021	20.069	0.071	-0.401	-0.543
Si	12.562	58.49	20.329	-0.137	-0.062	-0.629
Si	14.715	56.238	20.407	0.086	-0.121	-0.681
Si	12.203	64.785	21.647	-0.078	-0.072	-0.088
Si	15.269	61.222	20.441	-0.223	0.046	-0.671
Si	-4.403	2.299	24.935	0.008	0.001	-0.021
Si	-2.263	2.901	22.788	-0.15	-0.017	-0.032
Si	9.96	12.746	29.973	0.059	0.129	-0.089
Si	2.909	12.732	24.963	0.056	-0.019	-0.009
Si	4.758	15.255	25.18	0.12	0.103	0.008
Si	3.314	19.34	29.06	-0.166	-0.154	0.156
Si	1.693	25.435	24.571	0.056	-0.063	0.017
Si	0.24	54.273	30.014	-0.412	0.075	0.539
Si	-1.484	48.006	23.434	0.066	0.003	-0.124
Si	-7.37	39.66	26.458	-0.028	-0.063	-0.064
Si	-1.137	51.42	29.569	0.088	0.082	0.086
Si	15.091	50.213	26.715	0.109	0.032	0.04
Si	2.38	42.604	27.269	-0.046	0.1	0.007
Si	-5.298	70.097	26.355	-0.037	-0.027	0.114
Si	7.028	53.963	27.587	-0.035	-0.249	0.061
Si	9.983	0.163	25.158	0.112	0.032	0
Si	27.285	-15.91	23.292	-0.033	-0.067	-0.129
Si	12.376	9.537	27.21	-0.028	-0.012	-0.102
Si	14.329	21.779	23.593	-0.006	-0.006	-0.158
Si	-9.417	23.572	27.957	0.1	0.079	0.104
Si	2.968	8.954	27.614	-0.013	0.075	-0.031
Si	4.642	19.344	23.864	0.041	-0.039	-0.068
Si	1.848	7.25	29.39	0.019	0.019	-0.016
Si	-9.048	28.855	27.768	0.063	0.075	0.146
Si	-17.653	51.145	22.907	-0.102	-0.05	-0.044
Si	23.787	43.337	24.782	-0.035	-0.044	0.041
Si	-6.514	42.921	29.229	-0.04	0.02	0.038
Si	20.628	39.339	23.748	-0.086	0.016	-0.159
Si	25.743	47.534	25.265	0.038	0.042	0.02
Si	4.21	38.614	29.142	0.046	-0.013	0.091
Si	12.604	53.306	22.498	-0.035	0.017	-0.6
Si	5.605	21.149	28.997	0.132	-0.027	0.117
Si	16.819	-1.169	24.745	-0.068	0.032	-0.069
Si	3.703	36.533	24.869	-0.002	0.015	0.028
Si	20.591	10.048	25.24	0.045	-0.059	0.12
Si	13.439	19.087	22.39	0.032	0.026	-0.013
Si	20.566	7.422	23.682	-0.093	0.176	-0.056
Si	29.891	22.465	26.311	0.056	-0.005	0.05
Si	23.672	25.103	25.405	-0.162	0.044	-0.072
Si	10.158	15.611	25.103	-0.056	-0.141	0.119
Si	0.333	33.754	24.849	0.022	0.025	0.02
Si	12.496	34.054	27.214	0.037	0.058	-0.073
Si	20.739	31.463	24.534	-0.094	0.09	-0.017
Si	3.006	44.212	23.952	-0.003	0.08	0.06
Si	10.034	42.676	26.247	-0.105	-0.054	0.035
Si	-1.175	75.759	27.291	0.043	-0.062	-0.072
Si	10.581	57.143	27.313	-0.066	-0.105	-0.039
Si	10.419	66.872	22.732	0.006	-0.082	-0.051
Si	2.621	57.099	22.355	0.011	0.171	0.17
Si	24.883	-2.182	26.121	-0.004	-0.091	-0.071
Si	11.042	15.67	29.504	0.006	-0.059	0.002
Si	-3.912	10.969	24.569	-0.01	-0.055	-0.061
Si	3.738	17.974	26.373	-0.02	-0.027	-0.067
Si	-6.271	29.212	26.431	-0.058	0.019	-0.078
Si	6.952	30.988	23.186	-0.083	-0.021	-0.015
Si	-4.691	48.484	30.003	-0.218	-0.018	0.54
Si	-8.074	35.482	22.522	0.007	-0.007	-0.088
Si	2.051	40.886	29.829	0.045	0.174	0.503
Si	-2.677	44.839	27.415	-0.027	0.164	-0.012
Si	1.383	46.772	24.282	0.029	0.044	0.026
Si	7.764	49.322	27.22	0.013	0.062	0.058
Si	10.472	50.68	28.186	-0.07	0.066	-0.014
Si	0.71	63.888	29.546	0.043	-0.175	0.149
Si	-7.38	-10.459	25.785	0.116	0.203	0.025
Si	12.029	-1.385	29.61	-0.087	0.123	-0.066
Si	15.522	7.588	25.858	-0.066	0.087	-0.041
Si	24.652	8.37	22.566	-0.066	-0.05	-0.132
Si	5.329	16.754	22.492	0.2	0.023	-0.008
Si	15.708	7.743	22.966	-0.049	0.006	0.063
Si	-0.122	22.956	27.508	0.002	0.001	0.107
Si	10.017	26.458	25.659	-0.001	-0.01	-0.03
Si	-14.233	37.011	27.512	0.022	0.031	0.029
Si	1.118	25.212	29.442	-0.164	-0.02	-0.061
Si	11.676	38.691	27.359	-0.18	0.053	0.11
Si	4.753	34.106	26.247	0.067	-0.122	-0.037
Si	5.081	54.296	22.487	-0.216	0.172	-0.504
Si	6.967	42.303	29.848	-0.014	-0.01	0.121
Si	5.032	63.392	24.071	0.053	-0.133	0.004
Si	6.612	47.516	29.587	0.022	-0.079	-0.06
Si	11.584	57.965	24.479	0.01	-0.084	0.017
Si	-3.034	57.121	28.592	-0.043	-0.027	0.038
Si	20.522	55.95	24.732	-0.045	0.004	-0.05
Si	6.836	2.999	22.934	-0.037	-0.024	-0.021
Si	18.777	-5.449	27.13	-0.002	-0.005	0.097
Si	8.387	4.26	25.225	-0.029	-0.143	-0.055
Si	21.015	3.381	27.882	0.051	-0.092	0.079
Si	17.387	20.214	30.461	0.547	-0.095	0.21
Si	11.284	16.928	22.473	0.078	0.047	-0.197
Si	-6.851	23.256	29.603	0.041	-0.095	0.064
Si	1.142	31.707	29.369	-0.017	-0.083	0.064
Si	-0.132	15.633	26.898	0.106	0.014	0.053
Si	4.798	43.966	26.384	-0.05	0.043	-0.114
Si	21.73	51.413	27.028	-0.091	0.005	-0.061
Si	13.013	42.704	25.332	-0.006	-0.009	-0.034
Si	18.483	35.008	22.597	-0.1	-0.041	-0.138
Si	19.969	52.985	24.831	0.048	0.065	-0.012
Si	9.278	53.171	29.523	0.062	-0.077	0.217
Si	-3.25	-5.185	27.706	0.051	0.028	0.036
Si	4.501	-7.531	27.228	0.089	0.053	-0.043
Si	4.994	2.38	25.089	0.054	-0.004	0.082
Si	17.601	14.422	29.118	0.031	0.133	-0.112
Si	-8.905	9.377	30.055	0.004	-0.386	0.5
Si	0.935	22.476	24.732	-0.056	0.026	0.024
Si	-13.726	-3.061	22.479	-0.03	-0.01	-0.105
Si	18.988	29.875	22.519	0.107	-0.054	-0.057
Si	14.589	35.731	25.954	0.048	0.035	-0.099
Si	5.831	29.053	25.089	0.023	0.069	-0.033
Si	-7.127	34.855	29.741	-0.004	-0.073	0.099
Si	-4.952	53.611	25.042	-0.024	0.033	-0.048
Si	8.065	45.717	23.028	0.107	0.069	-0.053
Si	-8.723	67.043	26.56	-0.068	0.032	-0.043
Si	16.449	40.87	22.602	0.147	0.068	-0.224
Si	0.862	-6.507	29.383	0.011	-0.044	0.181
Si	14.366	-2.572	28.182	0.013	-0.007	0.015
Si	0.246	3.576	24.417	-0.05	-0.048	-0.004
Si	14.42	10.232	22.302	-0.144	0.095	-0.16
Si	-1.14	20.231	27.417	-0.032	0.057	0.084
Si	-3.14	6.491	27.264	0.026	-0.047	0.017
Si	-1.403	18.455	29.891	0.058	-0.027	-0.044
Si	13.538	14.801	28.393	-0.018	0.008	0.043
Si	-3.979	31.334	26.365	-0.123	-0.007	-0.126
Si	-0.704	39.291	29.788	-0.012	0.016	0.223
Si	4.426	26.511	25.218	-0.061	-0.122	0.092
Si	2.096	41.301	24.753	0.035	0.076	-0.097
Si	6.87	40.402	24.693	0.038	-0.103	0.063
Si	-4.869	46.837	27.514	0.055	0.049	-0.034
Si	6.64	31.322	29.399	-0.177	0.08	0.164
Si	-16.555	54.908	25.269	0.014	-0.016	-0.068
Si	6.029	65.476	22.13	0.364	-0.433	-0.577
Si	1.478	6.479	24.474	-0.069	0.012	-0.055
Si	17.289	-4.032	24.818	0.088	0.04	-0.039
Si	6.847	4.78	29.58	-0.009	0.063	0.27
Si	15.084	30.931	25.107	-0.032	0.12	-0.033
Si	14.036	4.511	29.308	0.037	0.03	0.216
Si	9.534	6.223	28.708	-0.011	0.066	-0.028
Si	2.14	12.871	22.045	0.019	-0.06	-0.221
Si	5.446	21.833	22.339	-0.167	0.061	-0.094
Si	0.504	12.848	26.753	-0.021	0.125	0.036
Si	13.441	34.971	22.311	-0.008	-0.04	0.039
Si	18.352	34.116	27.553	-0.078	0.009	-0.093
Si	3.122	48.111	22.392	-0.084	0.215	-0.051
Si	16.901	52.101	25.183	0.022	-0.053	0.007
Si	28.607	50.981	25.638	-0.035	-0.009	0.136
Si	5.721	56.074	29.255	-0.045	0.005	0.222
Si	8.048	58.974	22.422	-0.413	-0.007	-0.396
Si	0.684	0.369	27.156	0.051	-0.036	0.011
Si	14.355	-3.793	25.436	-0.058	-0.001	0.119
Si	-0.379	3.042	27.453	0.051	-0.02	0.015
Si	1.984	4.202	29.165	0.03	-0.154	0.079
Si	6.513	26.325	29.408	-0.03	-0.02	0.013
Si	-10.42	8.878	27.28	0.013	0.151	0.057
Si	-8.646	14.341	26.032	0.089	0.101	0.062
Si	-7.44	16.62	27.519	0.001	-0.115	-0.044
Si	10.555	28.494	23.631	0.009	0.038	-0.097
Si	-8.678	24.061	22.512	0.003	-0.047	-0.195
Si	11.418	24.454	27.397	0.101	-0.063	0.052
Si	-5.988	37.739	22.492	0.032	0.089	-0.089
Si	18.431	26.867	27.087	0.019	0.024	-0.128
Si	13.244	29.905	22.725	-0.05	0.029	-0.006
Si	9.302	62.385	29.052	0.06	0.034	0.129
Si	-0.586	38.347	27.133	0.042	0.009	-0.003
Si	-0.604	45.179	29.517	0.121	-0.102	0.05
Si	13.886	39.63	25.327	-0.011	0.142	0.068
Si	5.276	60.622	26.927	0.106	-0.028	0.127
Si	5.789	65.993	28.65	0.044	0.056	0.037
Si	18.496	1.206	24.802	-0.038	-0.003	0.052
Si	-9.449	6.979	24.969	0.062	0.188	-0.035
Si	17.151	9.822	29.468	0.131	-0.096	-0.049
Si	17.321	27.24	22.454	-0.001	0.065	-0.222
Si	10.249	10.854	22.371	0.035	-0.062	-0.076
Si	-5.014	40.407	29.716	0.067	-0.057	0.228
Si	0.228	29.455	27.287	-0.012	-0.09	0.121
Si	7.318	18.531	29.097	0.055	-0.032	0.198
Si	11.605	33.542	24.528	0.135	0	-0.009
Si	7.69	33.516	27.399	-0.066	0.078	0.06
Si	1.695	19.913	23.377	-0.065	0.039	-0.104
Si	-4.524	36.18	29.285	0.042	0.119	0.059
Si	1.523	45.707	27.252	0.023	-0.126	0.032
Si	13.07	37.423	23.86	-0.018	-0.044	-0.026
Si	10.355	59.71	28.883	0.089	-0.167	0.187
Si	9.199	-8.924	23.13	-0.06	0.083	-0.004
Si	9.109	11.969	27.16	0.044	0.03	-0.064
Si	13.229	-9.686	24.278	-0.075	0.025	-0.178
Si	10.921	-5.343	22.56	0.019	0.105	-0.067
Si	25.915	9.353	28.197	-0.126	-0.178	-0.024
Si	11.889	13.297	26.264	-0.155	0.121	0.056
Si	16.968	18.354	25.6	-0.001	-0.07	0.037
Si	12.397	26.358	29.574	-0.14	-0.035	0.172
Si	14.438	28.778	29.494	0.024	0.081	0.008
Si	8.606	33.301	24.409	-0.098	0.079	0.047
Si	16.816	54.937	22.241	-0.137	-0.047	-0.021
Si	6.379	40.272	27.63	0.068	0.03	0.121
Si	14.113	42.91	22.616	0.036	0.137	-0.243
Si	4.076	45.894	28.64	0.011	-0.019	0.049
Si	16.104	56.362	27.773	-0.114	0.108	0.044
Si	20.098	50.823	29.557	-0.015	-0.079	-0.105
Si	14.397	63.048	23.001	0.026	-0.091	-0.074
Si	22.122	63.492	26.884	0.076	-0.101	0.073
Si	-2.271	47.525	26.264	0.017	0.026	0.051
Si	6.973	61.16	24.485	-0.005	0.098	0.003
O	-6.833	-9.285	26.798	-0.324	0.373	0.205
O	-1.478	1.635	31.297	-0.157	0.226	-0.398
O	7.206	1.208	28.052	0.546	-0.316	0.087
O	4.733	-1.911	25.663	-0.637	-0.01	0.023
O	-2.008	7.37	31.267	-0.068	0.089	-0.158
O	6.026	4.142	28.353	0.176	0.156	-0.258
O	2.768	14.088	29.605	0.004	-0.32	-0.119
O	10.919	11.523	30.39	0.398	0.084	-0.118
O	0.329	-7.555	28.285	-0.092	0.384	-0.2
O	-3.589	13.146	31.871	-0.264	0.262	-0.122
O	-14.161	10.012	28.572	0.144	0.354	-0.107
O	0.661	13.121	28.358	-0.039	-0.465	0.434
O	-0.94	3.704	23.309	0.228	0.292	-0.284
O	-3.944	15.914	28.65	0.074	0.193	-0.302
O	7.932	12.775	26.391	-0.297	-0.258	-0.292
O	-4.254	20.595	31.332	0.134	0.138	-0.449
O	1.414	23.904	24.134	0.26	0.175	-0.251
O	-2.995	22.419	24.706	-0.634	0.053	-0.251
O	-2.329	34.522	26.856	0.439	-0.322	0.345
O	0.18	26.064	30.459	-0.078	-0.184	0.018
O	5.963	20.818	21.207	-0.065	0.034	0.087
O	5.545	31.747	23.429	-0.239	0.265	-0.178
O	5.606	18.241	23.121	0.466	0.013	-0.264
O	12.396	17.995	22.99	0.182	0.242	0.657
O	-6.165	38.62	26.742	-0.189	-0.375	-0.234
O	-0.084	32.271	30.271	-0.206	-0.257	-0.3
O	1.382	25.766	26.127	-0.353	-0.282	0.147
O	1.627	36.283	31.097	0.035	0.044	-0.309
O	-0.269	37.758	30.107	0.022	-0.401	-0.424
O	3.528	47.008	31.768	-0.098	0.351	-0.333
O	7.356	27.49	28.651	0.553	0.048	-0.066
O	3.454	40.448	24.567	0.076	0.083	0.528
O	6.561	28.461	26.383	0.149	-0.242	-0.154
O	9.661	50.076	22.564	-0.097	-0.053	0.331
O	7.907	35.401	30.531	-0.127	0	-0.538
O	-7.931	53.879	28.406	0.125	0.627	-0.36
O	7.183	48.228	28.265	0.133	-0.253	-0.105
O	4.63	52.022	25.72	0.001	-0.214	-0.108
O	0.001	53.439	25.912	-0.39	-0.08	0.599
O	1.885	62.984	30.262	-0.236	-0.03	-0.509
O	-6.723	59.193	22.063	0.068	0.104	-0.721
O	18.891	47.879	23.918	0.204	0.312	0.315
O	1.806	54.23	30.497	0.254	0.501	0
O	-0.447	59.467	30.086	-0.164	-0.172	-0.548
O	-11.022	55.454	23.637	0.618	0.167	-0.005
O	11.488	59.505	23.998	0.382	0.362	0.131
O	8.903	66.222	26.095	0.036	0.071	0.204
O	8.314	-2.567	30.282	-0.462	0.283	-0.184
O	26.127	-1.421	25.416	0.364	-0.428	-0.315
O	3.035	2.879	20.689	0.007	-0.103	0.607
O	15.715	-2.25	29.037	0.074	-0.265	0
O	1.642	-5.356	28.538	0.155	0.606	0.272
O	4.5	8.65	28.019	-0.011	-0.535	0.672
O	18.589	7.521	27.846	-0.376	-0.255	-0.381
O	9.374	9.568	22.745	0.114	0.101	0.29
O	4.563	12.525	30.787	0.002	0.05	-0.523
O	3.653	14.105	25.326	-0.178	0.135	0.163
O	14.751	15.508	27.604	-0.175	0.497	-0.311
O	7.445	15.155	30.91	0.368	0.239	-0.267
O	5.917	21.563	30.536	0.504	-0.33	-0.002
O	8.969	12.989	31.213	-0.088	-0.221	0.09
O	-1.551	19.011	28.391	-0.369	-0.385	-0.312
O	11.126	9.809	28.171	0.119	0.23	0.6
O	-12.279	20.758	28.858	-0.358	0.648	-0.369
O	7.939	15.318	27.312	-0.175	0.105	0.611
O	4.598	19.008	25.454	0.363	0.472	0.407
O	6.487	19.837	28.653	0.058	-0.023	-0.503
O	7.256	25.886	30.769	0.052	0.261	-0.008
O	6.354	24.99	28.509	-0.314	0.066	-0.213
O	9.38	28.915	31.138	-0.018	-0.176	-0.586
O	11.051	26.95	30.292	-0.356	0.042	-0.145
O	-4.851	37.695	23.648	-0.093	0.278	0.299
O	5.46	27.253	20.88	-0.217	0.214	0.539
O	-4.326	37.372	28.224	0.472	0.089	-0.333
O	-10.126	33.987	26.942	-0.096	0.352	0.24
O	-6.309	41.34	29.521	-0.428	-0.425	0.095
O	11.056	37.299	21.113	-0.139	0.302	-0.162
O	-3.977	32.476	27.506	0.149	-0.067	0.562
O	14.409	44.564	28.809	-0.575	-0.461	0.406
O	-0.028	47.319	23.667	0.067	0.11	-0.179
O	6.264	43.604	25.84	0.058	0.114	0.178
O	13.888	51.494	30.501	-0.059	-0.54	-0.271
O	1.909	45.367	23.622	-0.461	-0.343	-0.364
O	-6.263	64.712	31.915	0.303	-0.083	-0.196
O	13.205	48.114	30.37	0.069	0.242	-0.125
O	3.009	58.37	26.995	-0.374	-0.522	-0.315
O	-7.695	46.471	24.33	-0.186	-0.301	0.192
O	11.175	50.585	26.739	-0.181	-0.196	-0.163
O	5.959	61.987	27.538	0.124	-0.101	0.315
O	-5.772	57.132	23.564	0.296	0.007	-0.394
O	12.072	53.127	31.37	0.297	-0.235	-0.248
O	-7.986	48.572	25.907	-0.424	-0.006	-0.262
O	3.085	56.85	23.895	-0.496	0.52	0.236
O	19.21	46.478	27.725	-0.057	0.426	-0.156
O	13.484	-4.957	26.146	-0.158	-0.55	-0.234
O	21.686	-0.735	27.96	-0.465	-0.086	0.022
O	16.583	-0.299	30.59	-0.053	-0.048	-0.175
O	6.453	10.561	30.622	0.225	-0.056	-0.325
O	14.625	-3.861	31.377	0.28	-0.082	-0.241
O	4.004	7.12	22.118	-0.006	-0.176	0.124
O	13.579	10.539	27.585	-0.254	0.252	0.39
O	8.908	10.344	27.059	-0.146	-0.206	-0.457
O	19.355	7.853	30.327	0.377	-0.228	-0.445
O	17.239	7.25	23.159	0.204	-0.112	-0.262
O	15.714	-4.388	24.783	-0.118	-0.28	-0.425
O	11.229	16.358	30.933	0.125	-0.005	0.009
O	11.141	11.215	23.638	-0.207	0.504	-0.066
O	10.241	21.98	30.231	-0.148	-0.324	-0.396
O	17.707	28.322	27.082	0.294	0.094	-0.274
O	17.361	17.061	31.712	0.335	0.289	-0.02
O	13.535	18.615	30.659	-0.077	-0.172	-0.075
O	18.905	36.759	25.991	-0.095	-0.235	-0.086
O	12.204	25.65	28.14	0.309	0.472	-0.498
O	14.855	23.385	31.265	-0.023	-0.075	-0.294
O	19.956	34.241	27.384	0.172	-0.055	0.51
O	25.534	36.71	22.974	0.028	0.148	0.662
O	13.653	30.111	30.002	-0.06	0.468	-0.548
O	6.643	22.829	22.695	0.022	-0.058	0.292
O	12.891	36.235	30.496	0.317	0.27	-0.039
O	12.446	41.23	30.55	0.068	0.352	-0.064
O	5.065	38.089	30.407	-0.125	0.023	-0.196
O	11.598	34.4	25.905	-0.587	0.183	0.116
O	6.068	33.559	31.944	0.345	-0.09	-0.205
O	13.657	43.464	26.592	0.416	-0.372	0.509
O	4.791	50.374	30.709	0.001	0.367	-0.072
O	12.555	35.091	20.968	-0.204	-0.651	-0.145
O	17.366	38.726	32.026	0.067	0.044	-0.307
O	3.933	44.693	25.206	0.261	0.709	0.007
O	6.102	52.668	27.768	0.135	-0.009	0.389
O	9.921	58.244	28.334	-0.326	-0.036	0.121
O	9.508	50.447	31.44	-0.067	-0.058	-0.19
O	6.291	55.311	27.986	0.017	0.302	-0.456
O	7.569	60.029	23.538	0.244	0.192	0.057
O	13.077	70.95	28.626	-0.278	0.273	0.39
O	1.571	60.218	25.832	0.088	-0.131	-0.169
O	0.717	72.431	25.751	0.2	-0.196	0.428
O	12.839	63.47	30.912	-0.121	-0.102	0.296
O	19.875	61.368	21.542	-0.168	-0.048	0.126
O	5.585	-0.53	23.522	0.203	0.166	0.487
O	10.864	-5.562	30.438	0.267	-0.34	-0.08
O	8.431	-2.315	21.383	-0.121	-0.065	0.386
O	6.945	1.439	22.489	0.699	-0.244	-0.117
O	-8.257	3.273	26.481	-0.108	0.184	0.426
O	3.978	11.541	24.727	0.301	0.046	-0.269
O	7.877	7.859	24.033	0.189	0.372	0.481
O	16.16	-0.374	25.993	-0.695	0.086	0.153
O	0.096	14.26	26.05	-0.185	-0.029	-0.597
O	-1.293	6.858	21.799	-0.316	-0.209	-0.044
O	2.023	12.925	23.638	-0.427	0.25	0.129
O	-0.038	16.344	20.846	0.093	0.074	0.416
O	1.15	20.384	21.915	-0.182	0.239	0.336
O	0.948	10.622	30.86	0.369	0.28	-0.088
O	17.851	14.262	21.498	0.167	0.235	0.467
O	2.775	18.978	20.534	0.223	0.217	0.235
O	-16.993	35.045	24.961	0.004	0.096	-0.519
O	6.872	29.553	23.943	0.415	-0.307	0.069
O	4.21	22.744	21.776	-0.18	-0.084	0.367
O	-2.281	20.178	23.43	0.059	-0.065	0.578
O	0.061	32.582	20.751	0.064	0.053	0.287
O	-7.681	34.523	28.247	0.252	0.134	-0.352
O	9.269	24.217	30.878	0.528	0.253	0.04
O	2.21	24.463	30.327	0.269	-0.561	-0.383
O	-0.958	39.271	25.857	0.565	0.307	-0.523
O	5.379	37.923	20.903	0.031	-0.066	0.156
O	1.689	28.632	22.899	0.122	0.216	0.684
O	7.941	24.579	24	0.615	-0.087	-0.068
O	1.76	44.097	27.058	0.133	-0.094	-0.123
O	-2.442	47.576	24.659	-0.537	-0.136	-0.097
O	1.115	41.742	21.652	0.366	-0.132	0.343
O	-11.058	39.212	28.099	0.075	-0.282	-0.125
O	-4.309	46.828	20.462	0.12	-0.151	0.115
O	8.246	43.237	29.474	-0.145	0.361	-0.172
O	5.988	42.873	21.343	-0.153	0.048	0.161
O	3.582	39.129	22.303	-0.308	0.206	0.127
O	2.57	51.713	20.926	-0.021	0.073	0.285
O	14.168	47.525	22.024	0.085	-0.636	0.039
O	-2.718	62.238	24.177	-0.776	-0.167	-0.161
O	5.844	39.817	23.596	0.379	-0.135	-0.261
O	1.642	61.289	23.346	-0.369	-0.169	-0.131
O	10.431	61.531	22.68	-0.059	0.095	0.414
O	14.679	62.644	26.588	0.171	0.377	-0.098
O	1.52	51.884	31.432	-0.424	0.079	0.522
O	1.742	63.325	21.612	-0.268	-0.223	0.142
O	-8.136	52.396	30.466	-0.475	-0.244	-0.014
O	1.702	41.47	26.321	-0.548	-0.512	0.354
O	4.347	50.687	28.054	-0.259	-0.267	-0.265
O	0.915	3.76	28.07	0.12	0.026	-0.311
O	5.472	3.208	23.784	-0.428	0.519	-0.087
O	6.184	14.599	25.543	-0.057	-0.23	0.137
O	8.005	5.763	29.011	-0.025	0.025	-0.252
O	5.454	10.996	20.893	-0.151	0.254	0.4
O	9.062	7.157	21.773	-0.113	-0.495	0.273
O	10.869	2.702	23.764	-0.215	0.573	0.08
O	9.029	12.398	28.711	-0.443	0.14	0.258
O	12.209	5.858	26.145	0.097	0.342	-0.445
O	9.37	12.142	21.971	-0.352	0.166	0.425
O	12.756	12.385	25.258	0.606	0.337	-0.03
O	19.925	28.768	30.919	-0.252	0.183	-0.186
O	7.06	8.963	21.724	-0.181	-0.316	0.196
O	6.418	17.294	29.649	-0.449	-0.116	-0.358
O	10.14	17.613	21.555	-0.002	0.064	0.314
O	5.992	28.219	31.85	0.273	0.217	-0.282
O	3.85	44.053	20.131	0.137	0.326	-0.113
O	8.405	26.264	25.813	-0.188	0.538	0.386
O	8.976	23.567	21.707	0.127	-0.075	0.022
O	-2.923	36.491	25.145	-0.412	-0.324	-0.001
O	8.745	29.482	27.355	0.194	0.5	-0.036
O	18.055	19.736	29.028	-0.294	-0.125	-0.537
O	10.753	25.081	26.063	0.08	-0.339	-0.289
O	1.259	36.033	21.701	-0.154	0.076	0.109
O	1.498	35.586	28.024	-0.357	-0.197	0.542
O	9.075	34.57	21.475	-0.046	-0.183	0.25
O	13.764	38.886	23.887	0.334	0.536	-0.541
O	13.576	41.194	25.3	0.276	-0.243	-0.099
O	5.299	32.62	20.797	-0.07	0.017	0.354
O	5.133	46.961	29.231	-0.186	0.022	0.208
O	0.538	40.314	29.663	-0.203	0.162	-0.125
O	6.932	46.603	22.276	0.224	0.425	0.204
O	9.224	45.335	21.954	0.456	0.101	0.045
O	-1.595	34.278	31.108	0.004	-0.014	-0.301
O	1.768	58.433	22	0.025	0.161	0.536
O	12.412	52.588	25.718	0.361	0.339	0.506
O	9.973	53.607	25.802	-0.31	-0.397	0.565
O	6.443	53.592	21.937	0.045	-0.009	0.497
O	13.481	58.672	28.193	0.261	0.159	0.21
O	-0.787	50.921	21.419	-0.054	0.559	0.009
O	10.058	54.332	30.364	-0.154	0.522	-0.396
O	-1.464	49.629	23.466	-0.126	-0.203	0.014
O	4.81	56.871	25.915	0.121	0.144	-0.069
O	1.156	62.812	25.353	0.315	0.053	0.637
O	20.22	57.051	21.356	0.327	0.189	-0.37
O	21.03	1.831	28.374	-0.752	-0.24	0.211
O	14.61	3.603	28.119	-0.393	-0.005	-0.319
O	17.605	2.364	24.103	-0.006	-0.056	-0.52
O	10.539	16.33	23.746	-0.306	0.02	-0.082
O	5.577	6.663	24.095	0.008	-0.389	-0.344
O	14.895	7.544	24.356	-0.585	-0.28	-0.072
O	16.241	16.938	25.941	-0.418	-0.009	-0.38
O	3.835	18.306	27.95	0.519	-0.122	0.121
O	15.461	9.084	26.449	0.418	-0.098	-0.247
O	16.905	8.221	29.685	-0.488	-0.327	0.365
O	18.507	18.143	26.026	-0.145	-0.073	-0.257
O	12.602	19.939	21.325	-0.01	-0.397	0.171
O	14.633	18.247	21.687	0.079	0.024	0.347
O	8.792	14.748	24.91	-0.139	0.002	-0.46
O	10.574	12.426	26.645	0.171	-0.14	-0.401
O	12.098	29.012	23.463	0.267	-0.183	0.053
O	4.162	16.919	21.4	-0.316	-0.132	0.391
O	14.132	22.538	22.183	0.025	0.126	0.222
O	10.778	32.666	20.794	0.042	-0.082	0.426
O	7.795	34.568	23.784	-0.657	-0.094	0.457
O	17.332	38.209	27.455	0.136	0.366	0.037
O	-6.062	36.091	29.786	-0.085	0.587	0.242
O	17.575	34.002	23.513	0.114	-0.36	0.17
O	15.432	28.424	30.72	0.31	0.421	0.194
O	14.963	39.119	28.331	-0.666	0.203	-0.22
O	13.454	43.462	23.975	-0.093	0.36	0.095
O	12.983	42.138	21.732	-0.144	-0.349	0.284
O	15.242	36.83	26.924	-0.132	-0.193	0.28
O	12.618	47.84	26.945	-0.141	0.349	0.147
O	18.739	49.968	29.885	-0.078	-0.535	-0.373
O	16.126	51.912	23.778	0.186	0.047	-0.049
O	12.137	45.368	27.615	-0.536	-0.386	-0.132
O	8.179	49.131	20.563	-0.413	-0.207	0.224
O	15.457	55.636	21.736	-0.249	0.08	0.405
O	8.97	50.085	27.996	-0.231	0.14	0.423
O	27.499	57.932	26.028	-0.007	0.504	0.048
O	12.05	59.531	21.49	0.245	0.348	0.206
O	5.63	60.07	20.639	-0.124	-0.109	0.197
O	13.198	54.795	22.886	0.41	0.161	-0.229
O	5.321	54.928	30.333	-0.198	-0.712	-0.364
O	14.486	56.322	27.85	-0.251	-0.087	-0.257
O	17.986	65.129	24.154	0.21	-0.136	-0.499
O	12.625	64.672	20.09	-0.393	-0.63	-0.065
O	18.282	68.587	30.475	-0.458	0.113	0.053
O	3.913	1.688	31.318	0.066	-0.15	-0.481
O	0.101	-0.011	20.892	-0.21	-0.266	0.352
O	8.219	-3.57	25.351	0.5	-0.163	0.21
O	-2.322	14.197	29.817	0.151	-0.369	-0.281
O	13.423	9.326	21.374	0.082	-0.696	0.092
O	-2.9	-1.081	22.528	0.116	0.167	0.267
O	-5.178	10.589	21.062	-0.193	-0.033	-0.118
O	-6.56	16.375	28.835	-0.327	-0.032	0.17
O	-2.469	20.921	26.767	-0.455	-0.282	0.069
O	-12.663	26.915	26.622	0.443	0.467	0.347
O	1.976	26.198	21.704	0.469	-0.186	0.09
O	-3.254	24.683	21.074	-0.227	0.053	0.362
O	-3.582	38.877	26.195	-0.009	-0.192	-0.253
O	12.015	34.772	28.541	0.05	-0.55	0.48
O	4.384	37.949	24.555	0.443	-0.046	0.286
O	0.319	55.2	28.718	0.344	-0.347	-0.051
O	-16.89	32.381	24.8	-0.219	-0.042	-0.409
O	-5.401	43.556	20.971	-0.01	-0.039	0.397
O	3.674	49.595	21.957	0.546	0.166	0.348
O	-0.159	50.264	30.136	-0.08	-0.284	0.009
O	15.247	46.381	30.496	0.607	0.274	0.046
O	11.29	53.179	23.472	-0.485	-0.372	-0.244
O	-6.908	67.429	21.633	-0.183	0.355	0.24
O	3.609	63.079	23.422	-0.152	0.237	0.407
O	8.89	63.054	27.676	-0.222	0.421	0.073
O	5.821	-4.814	25.411	-0.288	-0.408	-0.416
O	-1.093	12.391	31.225	0.062	-0.263	-0.443
O	6.817	3.921	21.613	-0.362	0.585	0.117
O	5.5	-6.24	27.459	0.419	-0.197	0.34
O	9.488	1.805	30.976	0.014	0.124	-0.434
O	7.477	5.559	25.377	0.016	-0.194	0.375
O	6.561	16.025	21.711	0.173	0.124	0.108
O	3.695	12.798	21.592	0.396	0.171	0.406
O	1.409	11.511	21.518	-0.316	-0.197	0.119
O	9.845	16.747	26.222	0.327	0.703	-0.115
O	-1.507	23.385	26.768	0.012	0.717	0.076
O	7.998	13.934	20.869	-0.218	-0.084	0.627
O	15.924	21.484	28.172	0.173	0.082	0.635
O	-5.97	6.229	30.111	0.518	-0.18	-0.126
O	10.777	21.797	20.856	0.126	0.154	0.562
O	2.127	30.891	30.364	0.103	-0.111	-0.168
O	7.603	30.909	30.628	0.003	0.091	-0.025
O	3.353	37.436	28.444	0.13	-0.38	0.161
O	-4.464	40.01	28.269	0.11	0.438	-0.053
O	9.924	33.574	30.474	-0.071	0.028	0.051
O	11.901	31.735	31.045	0.132	-0.096	-0.527
O	2.224	42.118	28.79	0.004	0.262	0.367
O	-5.025	30.184	26.805	0.068	0.205	0.218
O	-1.124	41.804	23.002	0.2	-0.159	0.478
O	2.24	42.828	24.244	-0.196	-0.201	-0.215
O	4.325	47.084	22.068	0.117	-0.337	-0.024
O	9.362	45.157	31.639	0.18	-0.149	-0.056
O	7.622	46.406	30.213	0.314	-0.47	-0.338
O	11.408	42.746	25.422	-0.133	-0.167	-0.489
O	-2.723	57.353	20.924	-0.041	0.02	0.258
O	10.715	62.13	20.251	0.343	-0.466	0.328
O	13.367	2.35	24.166	0.384	-0.291	0.142
O	15.738	-1.593	23.618	0.315	0.413	-0.173
O	6.89	9.028	28.551	0.078	-0.302	-0.179
O	3.574	-10.778	25.354	-0.143	-0.002	0.583
O	20.893	3.4	26.269	-0.089	0.548	-0.186
O	18.943	9.074	21.189	0.143	0.012	0.321
O	14.732	-3.282	21.761	-0.141	-0.174	0.173
O	11.757	3.305	26.201	0.26	-0.24	0.267
O	17.986	5.698	29.627	-0.064	0.058	0.155
O	17.39	15.65	28.045	0.288	0.349	-0.128
O	7.135	30.815	21.595	0.744	-0.395	-0.005
O	5.812	22.395	27.987	-0.412	0.054	-0.448
O	20.23	29.229	21.693	0.173	0.225	0.129
O	5.83	16.815	32.175	-0.35	0.029	0.142
O	-2.398	29.047	21.543	-0.148	0.041	-0.069
O	6.988	25.298	21.721	-0.138	0.042	0.24
O	13.072	25.233	30.517	0.157	0.041	-0.345
O	5.295	32.091	29.967	-0.115	-0.193	-0.308
O	0.74	30.712	28.168	0.168	0.116	-0.13
O	5.044	26.865	29.839	-0.482	0.075	-0.408
O	14.79	34.209	21.876	0.175	-0.212	0.349
O	-0.146	29.95	25.784	0.451	-0.312	-0.325
O	21.209	27.89	24.492	-0.152	0.2	-0.365
O	7.869	39.605	27.665	0.125	-0.438	0.563
O	30.808	46.01	26.645	0.588	-0.232	-0.516
O	8.145	39.432	25.053	0.13	-0.176	-0.565
O	10.469	48.249	24.285	0.429	-0.196	0.025
O	0.139	50.822	26.1	0.509	-0.568	-0.036
O	10.328	52.164	28.811	0.173	0.348	0.123
O	3.503	52.401	29.803	0.12	0.059	-0.539
O	33.802	46.453	25.86	-0.141	0.131	-0.065
O	1.815	58.102	30.491	0.284	-0.081	-0.089
O	9.476	55.609	21.77	-0.014	-0.36	0.107
O	8.081	3.438	23.866	0.226	-0.251	0.018
O	20.078	1.457	24.635	0.147	-0.354	-0.275
O	3.634	18.741	30.55	0.539	-0.583	0.086
O	-4.948	14.673	25.584	0.495	0.327	-0.331
O	0.482	6.503	31.892	0.289	-0.398	-0.097
O	-0.514	22.056	24.153	0.077	-0.326	-0.03
O	10.323	23.968	28.457	-0.385	0.048	0.075
O	16.901	21.756	30.633	0.228	0.329	-0.302
O	-0.976	16.905	30.035	0.063	-0.29	-0.205
O	-5.866	26.95	24.167	0.304	-0.552	-0.44
O	-6.542	28.613	22.194	-0.465	0.612	0.364
O	-13.058	45.202	29.884	0.004	-0.326	-0.222
O	4.802	35.464	25.373	0.224	0.122	0.036
O	-6.206	33.56	23.935	0.086	-0.03	-0.376
O	8.476	33.187	26.018	0.537	-0.006	-0.067
O	-16.777	39.518	21.902	-0.248	-0.12	0.364
O	1.79	47.779	21.529	0.046	-0.335	0.047
O	4.943	44.902	27.698	0.559	0.242	-0.12
O	9.586	41.141	26.381	0.122	-0.024	-0.154
O	-1.154	48.588	26.797	0.585	-0.2	0.219
O	-8.804	68.888	30.412	-0.015	-0.107	-0.253
O	-2.908	57.004	30.197	-0.102	0.072	-0.038
O	13.776	50.456	25.813	-0.134	-0.362	-0.127
O	6.846	57.033	29.931	0.457	-0.273	-0.276
O	5.802	70.94	30.513	-0.04	0.23	-0.369
O	-4.89	65.453	29.903	0.308	0.193	-0.592
O	-0.36	-12.49	29.532	0.123	-0.108	-0.298
O	18.232	1.146	26.41	0.282	0.445	0.449
O	16.038	1.465	27.817	-0.554	-0.25	0.608
O	15.255	5.258	30.083	0.563	0.209	-0.469
O	4.949	15.184	30.264	-0.185	-0.027	-0.691
O	13.244	3.571	30.375	-0.443	-0.064	-0.109
O	3.048	6.764	24.559	0.156	0.023	0.617
O	4.323	16.483	26.142	0.052	0.054	0.525
O	5.869	0.339	30.23	0.24	-0.306	-0.091
O	12.057	9.803	25.642	-0.569	-0.559	-0.111
O	5.585	10.072	26.203	0.47	0.399	-0.423
O	17.617	33.688	26.167	0.107	-0.408	-0.003
O	9.499	7.723	28.029	-0.345	-0.08	-0.376
O	15.86	10.391	28.726	-0.421	0.014	0.409
O	12.273	23.15	26.993	-0.036	-0.348	-0.129
O	15.6	23.944	20.482	0.251	-0.254	0.187
O	-3.563	8.012	27.501	-0.279	-0.258	0.258
O	11.971	32.008	24.925	-0.313	-0.206	-0.177
O	1.935	26.283	28.567	0.454	0.396	0.176
O	4.961	30.339	25.563	-0.13	-0.004	0.6
O	14.428	30.367	23.73	0.022	0.091	-0.35
O	3.201	34.172	21.661	-0.227	-0.115	0.413
O	3.168	39.753	29.582	0.005	0.075	0.273
O	5.838	43.2	30.589	0.052	0.374	-0.371
O	6.333	41.621	28.526	-0.415	0.395	-0.149
O	23.68	44.37	23.554	-0.524	-0.379	-0.471
O	11.046	47.317	29.011	-0.66	-0.529	0.055
O	11.737	50.485	24.201	0.232	0.311	-0.153
O	11.474	49.86	29.157	0.334	0.107	0.154
O	11.942	48.878	22.128	0.266	0.136	-0.023
O	16.4	43.97	30.366	-0.007	-0.239	-0.35
O	-3.302	57.252	24.203	0.511	0.184	0.045
O	0.697	53.51	21.523	-0.021	-0.401	0.057
O	22.218	59.126	31.08	-0.074	-0.039	-0.295
O	4.526	56.961	28.613	-0.509	0.241	0.282
O	-4.543	66.305	22.041	0.227	0.05	-0.231
O	4.181	53.141	23.279	-0.499	-0.371	-0.339
O	11.494	60.293	27.895	-0.154	0.23	-0.422
O	11.479	66.118	25.419	0.464	-0.239	0.161
O	14.65	1.736	21.806	-0.007	-0.192	0.171
O	10.842	-1.335	21.96	-0.143	0.389	0.218
O	20.287	-4.001	31.16	0.002	0.074	-0.341
O	16.68	9.632	19.949	-0.282	0.347	-0.005
O	4.66	0.729	21.444	-0.339	-0.285	0.193
O	16.2	19.57	26.342	0.215	0.517	0.017
O	20.743	9.01	24.002	0.192	0.267	-0.524
O	13.031	3.812	21.897	0.117	-0.074	0.219
O	-0.623	11.724	26.499	-0.261	0.046	-0.316
O	15.715	9.317	22.601	0.393	0.209	-0.11
O	17.004	18.827	24.04	-0.256	-0.083	-0.211
O	0.968	22.682	26.339	0.463	-0.107	0.405
O	24.471	31.9	23.77	0.396	-0.05	0.286
O	16.793	14.788	30.473	0.121	-0.247	0.365
O	10.46	27.654	26.674	0.444	-0.102	0.6
O	20.284	42.664	26.85	0.325	-0.718	0.28
O	16.048	27.515	21.495	0.019	0.077	0.206
O	22.71	29.947	28.568	-0.168	-0.068	-0.245
O	13.71	36.536	22.661	0.101	0.275	-0.376
O	1.832	30.886	21.588	-0.312	0.38	0.366
O	10.819	43.672	30.252	0.722	0.02	-0.518
O	25.999	39.177	22.104	0.25	0.15	0.662
O	7.506	41.081	30.757	-0.337	-0.377	-0.147
O	1.805	33.009	28.698	0.079	0.203	0.245
O	24.409	51.714	21.23	-0.079	-0.171	0.519
O	2.166	52.284	24.932	-0.027	-0.473	0.049
O	20.01	56.406	31.467	-0.112	-0.217	-0.231
O	22.526	62.32	23.659	0.153	0.031	-0.611
O	10.204	50.699	20.059	0.179	-0.383	-0.018
O	-2.643	-13.221	22.818	-0.108	0.049	0.248
O	1.139	4.914	24.377	0.359	-0.203	0.034
O	7.158	-1.353	26.139	-0.113	0.401	-0.09
O	8.435	-6.988	31.66	0.424	0.132	-0.447
O	7.97	-7.876	22.985	-0.506	-0.269	0.374
O	-5.311	5.449	21.017	0.021	0.004	0.31
O	-2.842	13.701	20.801	0.164	-0.027	0.401
O	3.449	4.165	28.521	0.14	0.46	0.046
O	-8.239	19.149	20.807	-0.174	0.047	0.407
O	-1.606	6.516	26.764	0.453	-0.282	0.285
O	11.958	15.695	21.664	0.12	-0.322	0.469
O	-11.226	20.882	23.61	0.048	0.129	0.483
O	-0.297	19.343	30.657	-0.318	0.181	0.624
O	-11.519	15.778	23.658	-0.396	-0.324	-0.251
O	-14.413	12.349	26.173	0.229	-0.586	0.289
O	-9.819	7.694	26.369	-0.041	-0.018	-0.049
O	-6.503	29.372	24.811	-0.212	0.488	-0.164
O	1.891	21.244	24.298	0.414	-0.052	0.416
O	5.788	25.618	25.367	-0.111	-0.254	0.222
O	3.128	30.781	23.787	-0.236	0.098	0.274
O	4.235	32.847	25.34	-0.273	-0.077	-0.133
O	3.658	34.191	31.038	0.038	0.091	-0.488
O	10.206	46.82	26.495	-0.076	-0.378	0.28
O	-1.737	39.803	30.919	0.082	-0.445	0.141
O	-1.563	50.946	28.104	-0.512	-0.064	0.025
O	-4.467	56.528	28.106	-0.233	-0.4	0.382
O	0.528	54.88	23.845	0.286	-0.119	0.13
O	6.576	50.327	26.724	0.129	0.184	-0.552
O	0.039	-5.235	20.93	0.012	0.053	0.277
O	-6.428	4.81	25.212	0.057	0.091	-0.529
O	22.607	1.518	25.633	-0.067	-0.264	-0.031
O	13.701	10.531	23.708	0.067	-0.344	0.315
O	15.91	3.322	25.867	-0.24	0.169	-0.051
O	-3.463	13.629	27.499	-0.172	-0.623	0.143
O	13.89	30.884	26.207	0.128	-0.258	0.371
O	14.848	11.618	21.591	0.516	0.035	0.376
O	3.285	25.759	24.331	0.168	-0.309	-0.49
O	8.068	17.982	27.771	-0.29	0.242	-0.521
O	3.143	19.2	23.27	0.127	-0.098	-0.268
O	10.808	14.078	29.642	0.513	-0.171	-0.327
O	19.355	35.96	23.543	0.165	0.368	-0.158
O	4.05	23.236	31.435	-0.182	0.212	-0.147
O	7.418	23.867	26.455	0.015	-0.531	-0.417
O	-1.523	44.152	21.828	-0.253	0.36	0.57
O	-3.791	31.164	21.975	-0.219	0.422	0.203
O	-5.497	39.029	30.441	0.036	-0.301	-0.575
O	6.075	40.638	26.088	-0.822	0.336	-0.003
O	0.934	40.528	23.943	-0.087	-0.455	0.383
O	3.989	43.883	22.73	-0.219	-0.192	0.31
O	1.741	55.845	21.836	0.081	-0.062	-0.176
O	0.639	60.511	32.142	0.332	-0.198	0.049
O	8.889	43.53	25.501	0.042	0.537	-0.203
O	4.504	40.317	20.174	0.064	0.476	0.306
O	6.52	48.519	30.849	0.326	0.007	0.133
O	-8.834	54.238	26.075	-0.357	0.126	-0.238
O	8.811	55.376	24.277	-0.351	-0.272	-0.165
O	8.968	9.772	29.647	0.362	0.267	0.273
O	17.619	-0.661	28.245	0.592	0.053	-0.183
O	13.157	-1.487	28.428	-0.027	0.396	-0.386
O	12.366	9.524	31.289	0.099	0.338	-0.336
O	19.313	9.517	26.106	-0.765	0.085	-0.436
O	0.315	24.113	28.549	-0.118	0.284	0.159
O	9.639	0.423	23.6	-0.54	-0.209	-0.093
O	8.344	18.957	30.278	0.324	0.463	-0.27
O	10.274	5.141	27.748	0.161	-0.225	0.239
O	12.661	34.162	23.469	0.216	0.107	-0.054
O	8.061	22.944	28.919	-0.32	-0.14	-0.01
O	15.264	28.905	28.11	-0.111	-0.189	-0.195
O	11.188	26.853	20.92	-0.025	-0.115	0.247
O	16.988	26.423	23.8	-0.582	0.047	0.296
O	6.953	36.081	21.795	-0.087	-0.172	0.152
O	13.113	46.105	32.062	-0.24	0.23	0.174
O	8.009	40.956	21.007	-0.217	0.164	0.185
O	7.465	32.262	28.381	0.459	-0.186	-0.05
O	-1.764	55.246	25.033	0.132	-0.07	0.262
O	23.71	41.843	24.178	0.248	-0.041	-0.604
O	26.569	43.284	27.727	0.043	0.442	0.037
O	11.977	55.108	25.169	-0.233	0.325	0.49
O	0.307	56.053	26.278	0.72	0.526	-0.279
O	20.026	60.905	27.11	-0.216	0.356	0.219
O	9.152	60.781	28.825	-0.761	-0.019	-0.116
O	-9.587	57.833	19.776	0.234	0.001	-0.077
O	-5.52	62.896	29.372	0.271	-0.273	-0.267
O	-2.503	61.275	28.596	0.194	-0.249	0.41
O	13.386	27.587	29.316	-0.104	0.162	-0.1
O	16.735	45.813	28.419	0.054	0.585	-0.113
Si	0.002	2.739	8.147	-0.015	0.005	-0.002
Si	2.706	0.033	8.172	-0.008	-0.014	0.002
Si	0	8.184	8.181	0.006	-0.003	0.003
Si	2.716	5.436	8.155	-0.013	-0.017	-0.003
Si	-0.005	13.628	8.183	-0.001	0.003	0.005
Si	2.729	10.886	8.186	-0.007	0.028	-0.005
Si	0.011	19.094	8.133	0.007	0.007	0.007
Si	2.704	16.339	8.169	-0.015	-0.02	0.013
Si	0.001	24.517	8.091	-0.009	0.004	-0.004
Si	2.724	21.79	8.078	-0.016	-0.023	-0.007
Si	0.013	29.934	8.153	0.014	0.001	0
Si	2.712	27.225	8.133	-0.012	-0.009	0.004
Si	-0.014	35.343	8.173	-0.014	-0.011	0.001
Si	2.719	32.632	8.148	0.022	0.001	-0.003
Si	0.027	40.799	8.209	0.019	-0.002	0.008
Si	2.729	38.068	8.212	-0.001	-0.001	0.001
Si	0.02	46.246	8.203	-0.019	-0.012	0
Si	2.745	43.518	8.218	-0.02	-0.012	0.006
Si	0.02	51.693	8.174	0.01	0.012	0.003
Si	2.73	48.987	8.204	0.004	0.006	0.007
Si	-0.037	57.142	8.145	-0.015	-0.021	-0.002
Si	2.702	54.42	8.146	-0.009	0.002	-0.002
Si	-0.009	62.642	8.151	0.014	0.027	0.002
Si	2.696	59.893	8.16	-0.012	-0.003	-0.001
Si	5.452	2.744	8.155	0.02	0.006	-0.006
Si	8.153	0.009	8.175	-0.018	-0.006	0.003
Si	5.438	8.153	8.201	-0.003	-0.004	0.004
Si	8.157	5.45	8.17	-0.007	-0.019	-0.004
Si	5.435	13.622	8.186	-0.008	0.004	0.004
Si	8.177	10.88	8.2	0.003	-0.015	0.008
Si	5.411	19.089	8.138	0.005	-0.019	0.005
Si	8.163	16.347	8.134	0.004	0.008	-0.004
Si	5.455	24.528	8.108	-0.004	-0.008	0.004
Si	8.151	21.819	8.154	0.002	-0.004	0.002
Si	5.43	29.929	8.141	-0.004	-0.006	0
Si	8.162	27.241	8.104	-0.014	0.002	0
Si	5.457	35.357	8.199	0.002	0.008	-0.001
Si	8.164	32.649	8.188	-0.006	-0.002	0.003
Si	5.453	40.815	8.214	-0.001	0.006	-0.001
Si	8.209	38.082	8.214	0.014	0.016	0.009
Si	5.478	46.261	8.184	0.009	0.008	-0.009
Si	8.204	43.535	8.216	0.013	0.004	0.002
Si	5.426	51.715	8.169	-0.022	0.01	-0.001
Si	8.162	48.992	8.149	0.013	0.002	-0.01
Si	5.426	57.169	8.139	0.014	0.01	-0.002
Si	8.133	54.43	8.168	-0.015	0.003	0.002
Si	5.431	62.637	8.194	-0.003	0.012	0.013
Si	8.157	59.885	8.178	0.004	0.005	0.008
Si	10.889	2.737	8.18	0	-0.004	-0.003
Si	13.608	0.001	8.126	-0.008	0.008	-0.004
Si	10.899	8.162	8.184	0.001	0.005	0.003
Si	13.604	5.454	8.188	0.012	0.01	0.001
Si	10.866	13.628	8.158	-0.013	-0.031	-0.003
Si	13.617	10.897	8.168	-0.009	-0.006	0
Si	10.898	19.084	8.125	0.007	-0.001	0
Si	13.607	16.363	8.165	0.021	0.005	0.002
Si	10.875	24.548	8.136	0.017	0.004	-0.002
Si	13.606	21.814	8.104	-0.003	0.003	-0.007
Si	10.891	29.95	8.12	-0.002	0.008	-0.004
Si	13.618	27.237	8.125	0.002	-0.012	0
Si	10.907	35.367	8.194	0.004	-0.005	0.004
Si	13.614	32.64	8.161	-0.001	-0.005	0.001
Si	10.912	40.806	8.206	-0.018	-0.031	0.004
Si	13.633	38.081	8.194	0.012	-0.004	-0.004
Si	10.932	46.255	8.211	0.01	0.004	0.007
Si	13.642	43.525	8.209	-0.011	0.003	0.003
Si	10.875	51.702	8.151	0.002	-0.012	-0.009
Si	13.638	48.956	8.189	0	0.001	0.001
Si	10.861	57.151	8.191	-0.005	0.008	0.003
Si	13.594	54.429	8.174	-0.013	0.003	0.002
Si	10.88	62.616	8.124	-0.004	-0.011	-0.001
Si	13.568	59.893	8.173	0.002	-0.007	0.001
Si	1.361	4.088	9.526	0.006	0.004	0.003
Si	4.086	1.387	9.524	-0.018	0.006	0.003
Si	1.357	9.538	9.548	0.002	0.001	0.005
Si	4.068	6.794	9.541	0.006	0.02	-0.004
Si	1.347	14.992	9.535	-0.001	0.001	0.009
Si	4.073	12.257	9.543	0	-0.019	0.004
Si	1.364	20.462	9.473	-0.004	-0.001	0.002
Si	4.063	17.721	9.503	-0.01	0.017	0.003
Si	1.348	25.863	9.48	0.012	-0.01	0.001
Si	4.077	23.156	9.447	0.004	-0.005	-0.006
Si	1.363	31.286	9.526	-0.022	-0.003	0.003
Si	4.074	28.574	9.506	0.005	0	0
Si	1.345	36.708	9.545	-0.004	-0.007	0
Si	4.082	33.985	9.526	-0.001	0.004	-0.005
Si	1.387	42.157	9.58	0.005	-0.001	-0.008
Si	4.093	39.445	9.571	-0.004	-0.001	-0.003
Si	1.377	47.616	9.57	0.004	0.013	0.004
Si	4.111	44.901	9.557	-0.007	-0.002	-0.009
Si	1.371	53.058	9.537	0.006	-0.018	0.008
Si	4.097	50.346	9.554	0.002	-0.001	0.012
Si	1.346	58.509	9.498	0.019	0.005	-0.009
Si	4.077	55.793	9.498	0.014	-0.004	0.002
Si	1.349	63.988	9.523	0.01	-0.014	0.01
Si	4.072	61.239	9.524	-0.009	-0.004	0.002
Si	6.798	4.104	9.538	0.007	0.017	-0.002
Si	9.523	1.376	9.53	0.006	0.001	-0.003
Si	6.797	9.521	9.545	-0.013	-0.008	-0.002
Si	9.521	6.805	9.54	0.003	-0.005	-0.001
Si	6.799	14.999	9.511	-0.004	-0.007	0.001
Si	9.523	12.265	9.532	0.012	0.006	0.001
Si	6.782	20.445	9.492	0.003	0.005	0
Si	9.519	17.724	9.479	-0.003	-0.01	0.002
Si	6.809	25.884	9.477	0.011	0.001	0
Si	9.518	23.18	9.495	-0.009	0.001	0.005
Si	6.789	31.282	9.518	-0.008	0.005	0.003
Si	9.523	28.594	9.478	0.011	-0.005	-0.002
Si	6.819	36.729	9.558	-0.002	-0.008	-0.003
Si	9.527	34.014	9.547	-0.011	0.008	-0.001
Si	6.82	42.181	9.569	0.001	-0.002	-0.009
Si	9.555	39.447	9.578	-0.004	0.008	0.003
Si	6.836	47.618	9.542	-0.016	-0.013	0.003
Si	9.569	44.893	9.574	0.008	-0.012	0.009
Si	6.796	53.065	9.537	0.014	-0.006	0.014
Si	9.536	50.335	9.52	-0.004	0.022	0.002
Si	6.796	58.505	9.519	-0.007	0	0.004
Si	9.509	55.774	9.542	0.008	-0.008	0.01
Si	6.802	63.984	9.551	0.001	-0.008	0.005
Si	9.534	61.253	9.515	-0.003	-0.006	-0.004
Si	12.234	4.102	9.551	-0.006	-0.014	0.003
Si	14.965	1.369	9.495	0.015	-0.008	-0.004
Si	12.251	9.539	9.53	0.006	0.005	0.001
Si	14.966	6.822	9.54	-0.01	-0.01	0.015
Si	12.229	14.997	9.504	-0.015	0.017	0
Si	14.959	12.267	9.534	-0.001	0.014	0.002
Si	12.246	20.462	9.475	0.001	-0.001	0.003
Si	14.973	17.737	9.492	-0.001	-0.004	0.002
Si	12.252	25.888	9.486	-0.021	0.008	0.003
Si	14.968	23.169	9.465	0.002	-0.005	0
Si	12.241	31.292	9.514	0.014	0.006	-0.004
Si	14.978	28.576	9.504	0.007	0.008	0.01
Si	12.26	36.727	9.559	-0.006	0.001	0.002
Si	14.96	33.993	9.542	-0.017	0.001	-0.001
Si	12.27	42.171	9.571	-0.002	0.002	0.006
Si	14.984	39.443	9.564	-0.006	0.004	0.006
Si	12.287	47.612	9.576	-0.012	0.007	0.008
Si	14.999	44.888	9.577	0.01	-0.002	0.002
Si	12.248	53.047	9.524	-0.006	0.008	0.002
Si	14.991	50.332	9.548	0.002	-0.016	0.002
Si	12.229	58.521	9.542	-0.003	0.002	0.001
Si	14.961	55.788	9.533	-0.013	0.009	-0.002
Si	12.251	63.971	9.492	0.015	0	-0.001
Si	14.964	61.258	9.502	0.002	-0.009	-0.006
Si	-0.009	0.026	10.879	-0.011	-0.003	-0.003
Si	2.728	2.74	10.896	0.016	-0.003	-0.002
Si	0.006	5.457	10.886	0.005	-0.001	0.003
Si	2.716	8.166	10.902	0.003	-0.019	-0.001
Si	-0.019	10.902	10.896	0.008	0.005	-0.01
Si	2.705	13.628	10.888	0.005	0.005	-0.004
Si	-0.023	16.371	10.861	0.001	-0.004	-0.001
Si	2.694	19.091	10.841	-0.017	0	-0.005
Si	-0.003	21.816	10.828	0.015	-0.006	0.002
Si	2.716	24.503	10.825	-0.014	-0.006	0
Si	-0.001	27.212	10.867	-0.006	-0.01	0.002
Si	2.72	29.922	10.884	0.014	0.007	-0.001
Si	-0.005	32.633	10.892	0.016	0.01	-0.002
Si	2.716	35.345	10.883	0.006	0	0
Si	0.001	38.074	10.927	0	-0.001	0.005
Si	2.741	40.803	10.95	-0.016	0.009	0.005
Si	0.026	43.521	10.94	0.007	-0.012	-0.006
Si	2.755	46.257	10.928	-0.002	-0.003	0.006
Si	0.011	48.979	10.934	-0.002	0.012	-0.003
Si	2.733	51.706	10.909	0.01	0.008	-0.004
Si	0.005	54.425	10.893	0.005	0.002	-0.006
Si	2.728	57.163	10.863	-0.019	0.009	-0.01
Si	0.001	59.884	10.854	-0.008	-0.004	-0.008
Si	2.705	62.603	10.867	-0.01	0.008	0
Si	5.441	0.025	10.902	0.006	0.002	0.006
Si	8.176	2.759	10.893	-0.015	0.001	-0.004
Si	5.44	5.458	10.914	-0.009	-0.022	-0.001
Si	8.149	8.16	10.903	0.006	0.01	-0.011
Si	5.425	10.88	10.89	0.011	0.015	-0.007
Si	8.139	13.621	10.869	0.001	0	0
Si	5.434	16.365	10.858	0.009	-0.002	0
Si	8.152	19.084	10.841	0.002	-0.011	0.005
Si	5.415	21.807	10.837	-0.004	-0.002	0.004
Si	8.158	24.534	10.852	0.01	-0.001	0.006
Si	5.448	27.222	10.857	-0.009	-0.01	0.003
Si	8.161	29.931	10.867	-0.018	0.001	0.003
Si	5.438	32.633	10.895	0.008	-0.001	-0.002
Si	8.168	35.366	10.92	0.005	-0.001	0
Si	5.465	38.096	10.93	0.006	0	0.011
Si	8.182	40.814	10.922	-0.005	-0.011	0.001
Si	5.466	43.545	10.938	0.007	0.001	-0.001
Si	8.196	46.259	10.921	0.023	0.015	-0.007
Si	5.471	48.973	10.903	0.004	0.011	-0.001
Si	8.189	51.7	10.881	0.005	-0.01	-0.006
Si	5.441	54.445	10.882	-0.02	0.009	0.001
Si	8.156	57.147	10.897	-0.008	0.009	0.002
Si	5.443	59.865	10.877	0.006	-0.012	-0.006
Si	8.171	62.606	10.885	0.003	0.001	0.004
Si	10.895	0.002	10.865	-0.01	0.011	0.004
Si	13.614	2.728	10.872	-0.004	-0.001	-0.009
Si	10.867	5.454	10.925	-0.006	0.016	-0.001
Si	13.592	8.179	10.903	0.003	0.011	-0.001
Si	10.885	10.906	10.881	-0.006	-0.007	-0.001
Si	13.583	13.639	10.872	-0.009	-0.023	0.004
Si	10.86	16.356	10.846	0.012	0.004	0.005
Si	13.604	19.104	10.832	0.013	0.002	-0.007
Si	10.88	21.814	10.844	-0.005	-0.003	0.001
Si	13.605	24.518	10.841	-0.008	0.002	-0.007
Si	10.891	27.241	10.837	0.018	-0.004	-0.005
Si	13.61	29.932	10.86	-0.012	0.003	-0.004
Si	10.885	32.645	10.897	-0.004	-0.002	-0.008
Si	13.602	35.35	10.913	0.015	-0.007	-0.007
Si	10.901	38.076	10.942	0.001	0.001	0.005
Si	13.621	40.802	10.932	-0.003	0.004	-0.003
Si	10.92	43.536	10.948	-0.009	-0.002	0.002
Si	13.645	46.25	10.949	0.002	-0.015	0.004
Si	10.903	48.984	10.905	0	0.005	-0.009
Si	13.621	51.702	10.903	-0.015	0.002	-0.002
Si	10.894	54.403	10.889	0.008	-0.008	0.002
Si	13.612	57.157	10.887	0.011	0.002	0.01
Si	10.879	59.891	10.897	0	0.013	0.005
Si	13.614	62.621	10.867	0.004	-0.007	0.002
Si	1.356	1.38	12.245	0.006	0.002	0.002
Si	4.082	4.1	12.271	-0.015	-0.002	0.01
Si	1.357	6.814	12.265	-0.009	0.001	-0.006
Si	4.077	9.522	12.267	0.003	0.012	-0.004
Si	1.333	12.274	12.246	-0.008	-0.009	0.011
Si	4.069	15.008	12.22	0.003	-0.003	0.008
Si	1.328	17.745	12.205	0.006	0.008	0
Si	4.045	20.451	12.197	-0.003	-0.013	-0.003
Si	1.353	23.161	12.199	0.001	0.007	0.002
Si	4.075	25.855	12.194	0.008	-0.012	-0.005
Si	1.362	28.559	12.244	-0.003	0.008	0.004
Si	4.078	31.275	12.255	-0.003	0.003	0.007
Si	1.362	33.986	12.249	-0.009	0.001	-0.006
Si	4.069	36.715	12.24	-0.015	-0.011	-0.006
Si	1.357	39.446	12.296	0.012	-0.014	0.001
Si	4.112	42.173	12.307	-0.001	-0.003	-0.004
Si	1.4	44.885	12.292	-0.014	-0.013	-0.008
Si	4.119	47.624	12.29	0.023	0.003	0.003
Si	1.377	50.349	12.285	0.002	0.009	-0.008
Si	4.099	53.077	12.246	-0.016	-0.014	0.004
Si	1.379	55.807	12.227	0.012	0.001	-0.001
Si	4.099	58.499	12.252	0.004	0.002	0.008
Si	1.361	61.231	12.234	0.004	-0.024	0.003
Si	4.069	63.952	12.221	-0.018	-0.02	-0.004
Si	6.816	1.409	12.243	0.004	0.006	-0.002
Si	9.506	4.108	12.31	-0.002	-0.023	0.01
Si	6.796	6.812	12.295	0.004	0.027	0.01
Si	9.501	9.555	12.224	0.016	0.021	-0.01
Si	6.773	12.257	12.226	-0.019	-0.017	-0.005
Si	9.495	14.993	12.209	-0.009	-0.016	0.002
Si	6.791	17.729	12.21	0.001	0.01	0.004
Si	9.508	20.457	12.196	0.005	0	0.002
Si	6.772	23.175	12.19	0.003	-0.002	-0.001
Si	9.54	25.885	12.197	0.009	0.026	-0.008
Si	6.807	28.574	12.234	0.004	-0.011	0.007
Si	9.516	31.282	12.246	0.009	0.012	0.007
Si	6.805	33.989	12.259	-0.019	0.008	0.002
Si	9.516	36.721	12.302	-0.012	-0.002	-0.001
Si	6.833	39.463	12.302	0.018	0.03	-0.002
Si	9.531	42.178	12.288	0.001	-0.011	-0.017
Si	6.833	44.908	12.301	-0.006	0.004	-0.009
Si	9.568	47.608	12.282	-0.022	-0.011	-0.005
Si	6.869	50.315	12.244	0.008	0.015	-0.01
Si	9.544	53.045	12.269	0.004	-0.016	0
Si	6.805	55.784	12.271	0.001	-0.005	0.013
Si	9.527	58.508	12.251	0.003	0.008	0
Si	6.819	61.213	12.229	0.004	-0.01	-0.009
Si	9.538	63.975	12.234	-0.007	-0.027	-0.001
Si	12.249	1.371	12.228	0.016	-0.011	-0.004
Si	14.973	4.091	12.231	0.01	0.008	-0.004
Si	12.221	6.832	12.274	-0.006	-0.013	0.01
Si	14.945	9.546	12.261	-0.01	-0.003	0.001
Si	12.227	12.278	12.239	0	0.013	0.005
Si	14.937	15.024	12.214	0.014	0.026	-0.001
Si	12.223	17.743	12.166	-0.007	-0.007	-0.007
Si	14.966	20.46	12.188	-0.016	0	0.006
Si	12.238	23.172	12.21	0	-0.007	-0.001
Si	14.958	25.861	12.224	0	-0.01	0.001
Si	12.252	28.573	12.215	-0.007	0.006	-0.005
Si	14.956	31.274	12.244	0.002	-0.001	0.003
Si	12.23	34.002	12.28	0.001	0.012	0.002
Si	14.96	36.703	12.275	-0.021	-0.003	-0.006
Si	12.257	39.445	12.299	0.01	-0.003	0.004
Si	14.983	42.16	12.297	0.004	0.002	-0.002
Si	12.291	44.889	12.321	0.002	-0.003	0.011
Si	15	47.614	12.321	-0.004	0.013	0.01
Si	12.254	50.351	12.273	-0.002	-0.007	0.002
Si	14.995	53.058	12.275	0.002	0.009	0.004
Si	12.277	55.759	12.232	-0.011	0.007	-0.008
Si	14.993	58.525	12.227	-0.003	-0.003	-0.001
Si	12.26	61.262	12.232	0.001	-0.013	0.001
Si	14.979	63.977	12.238	0.003	0.029	0.005

Results
total energy: -383153.923 eV
total energy less fixed offsets of O -438.25, Si -107.07 eV per atom: 12.717 eV
